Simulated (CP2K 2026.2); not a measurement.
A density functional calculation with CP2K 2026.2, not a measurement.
Periodic cell of 1152 atoms, Si864O288, from a study of silicon, its oxide and their interface. The atomic structure is a simulated model.
Doubt: the forces sum to 1.55 eV/angstrom along one axis rather than to zero, so they err by at least 0.0013 eV/angstrom per atom on average; the grid cutoff is modest.

Settings
functional: PBE
method: Gaussian and plane waves
basis set: DZVP-MOLOPT-SR-GTH
pseudopotentials: GTH-PBE
grid cutoff: 350 Ry, relative cutoff 50 Ry
k points: Gamma only
occupations: fixed
spin: none
net charge: 0

Cell vectors (angstrom)
a	32.64	0	0
b	0	16.32	0
c	-5.2618	5.4	38.7427

Atoms: element, x, y, z (angstrom)
Si	1.5725	14.8366	0.0467
Si	4.4346	1.0557	0.0451
Si	-4.103	9.82	38.6852
Si	3.9338	7.1303	0.0286
Si	1.5942	9.2109	0.0156
Si	-1.522	17.931	38.7214
Si	1.3826	20.5237	38.741
Si	9.1082	1.6212	0.0709
Si	1.6479	9.2506	38.7358
Si	9.2348	7.0038	0.1476
Si	7.0735	9.305	0.0006
Si	9.8828	11.9412	0.2542
Si	12.3735	14.6149	0.2973
Si	9.353	7.0752	38.6429
Si	12.3774	3.9404	0.0537
Si	15.2066	6.5706	0.1005
Si	11.9851	9.6534	0.2253
Si	9.4462	17.9976	38.6174
Si	12.6765	20.0662	38.7084
Si	20.5988	1.0982	0.0539
Si	17.381	4.3131	0.0782
Si	20.3162	6.97	0.0181
Si	12.8026	14.6223	38.6565
Si	14.9906	17.8794	38.7219
Si	22.8806	15.2183	0.0729
Si	20.1497	7.0226	38.6753
Si	23.255	3.9621	0.1003
Si	25.4944	7.0496	0.2374
Si	23.3587	9.2553	0.1123
Si	26.0849	11.9797	0.4097
Si	28.6741	14.7578	0.1998
Si	25.7473	7.0333	38.6901
Si	23.5221	9.2237	38.6342
Si	31.6707	6.5975	0.3619
Si	28.3476	9.8866	0.1171
Si	31.0596	12.5917	0.0757
Si	2.7707	16.3483	1.3435
Si	5.4668	2.6647	1.3916
Si	2.7809	5.4833	1.2956
Si	5.4458	8.2701	1.3672
Si	2.6699	10.8954	1.2842
Si	5.4293	13.568	1.2778
Si	8.1215	16.2946	1.4047
Si	10.7958	2.7334	1.3063
Si	8.045	5.4249	1.3637
Si	10.8036	8.1213	1.4951
Si	8.1709	10.8502	1.3975
Si	10.944	13.454	1.6607
Si	13.5829	16.3502	1.2789
Si	16.2355	2.6955	1.3182
Si	13.5747	5.4604	1.3814
Si	16.4026	8.1909	1.2807
Si	13.6633	10.9108	1.275
Si	16.3094	13.6014	1.2746
Si	19.008	16.2776	1.3242
Si	21.6999	2.728	1.3477
Si	19.0727	5.4113	1.2931
Si	21.7771	8.1413	1.4301
Si	19.0883	10.8669	1.265
Si	21.7794	13.5953	1.3501
Si	24.4541	16.3467	1.3726
Si	27.1592	2.6979	1.1884
Si	24.3662	5.4813	1.5069
Si	27.1911	8.2213	1.3761
Si	24.485	10.7632	1.5289
Si	27.2074	13.6152	1.5934
Si	29.8749	16.4113	1.3421
Si	0.0034	2.7775	1.2296
Si	29.9349	5.3619	1.3276
Si	0.2117	8.1284	1.5893
Si	30.0102	10.9166	1.3807
Si	0.0209	13.678	1.3738
Si	1.3637	1.413	2.6221
Si	4.0775	4.0695	2.6651
Si	1.5438	6.7605	2.865
Si	4.089	9.6228	2.7111
Si	1.3249	12.2298	2.6984
Si	4.1011	14.9427	2.7023
Si	6.7946	1.3231	2.798
Si	9.4855	4.1082	2.7055
Si	6.7204	6.8057	2.726
Si	9.4687	9.4954	2.8307
Si	6.7862	12.2437	2.6808
Si	9.5144	14.9481	2.7556
Si	12.1782	1.3508	2.6629
Si	14.9207	4.0649	2.7296
Si	12.2314	6.7901	2.7617
Si	15.0066	9.5341	2.6309
Si	12.3521	12.1067	2.8725
Si	14.9869	15.0072	2.6562
Si	17.6377	1.3408	2.6511
Si	20.3553	4.0617	2.7125
Si	17.7347	6.8127	2.672
Si	20.4232	9.562	2.7157
Si	17.6499	12.1867	2.6301
Si	20.3882	14.9431	2.716
Si	23.0859	1.3819	2.7307
Si	25.8646	4.0827	2.6623
Si	23.0329	6.787	2.8679
Si	25.8671	9.4597	2.8745
Si	23.1178	12.2374	2.7318
Si	25.7954	15.0148	2.7844
Si	28.4812	1.3992	2.686
Si	31.2999	4.0509	2.72
Si	28.5777	6.7896	2.6517
Si	31.3386	9.5158	2.7348
Si	28.6507	12.2386	2.8343
Si	31.2825	15.051	2.6993
Si	0.0273	16.3772	4.0397
Si	2.7079	2.733	4.0369
Si	0.0372	5.4154	4.0921
Si	2.8315	8.2045	4.1432
Si	0.0081	10.8939	4.1061
Si	2.7171	13.589	4.0476
Si	5.4199	16.289	4.1172
Si	8.1718	2.7212	4.0929
Si	5.4046	5.4262	4.08
Si	8.1012	8.1225	4.1263
Si	5.4465	10.9268	4.0946
Si	8.1338	13.593	4.0764
Si	10.8763	16.3177	4.0832
Si	13.5443	2.7025	4.0565
Si	10.8575	5.4291	4.0952
Si	13.6286	8.1806	4.0354
Si	10.8926	10.8123	4.1678
Si	13.662	13.6188	4.0811
Si	16.318	16.3223	4.0619
Si	18.9915	2.6973	4.0406
Si	16.3325	5.4486	4.032
Si	19.0556	8.1746	4.0624
Si	16.3258	10.8656	4.051
Si	19.0062	13.5638	4.0273
Si	21.7364	16.319	4.0793
Si	24.4905	2.7355	4.0545
Si	21.6813	5.3987	4.1416
Si	24.4642	8.1195	4.1798
Si	21.7586	10.9008	4.1019
Si	24.4544	13.6114	4.1017
Si	27.1838	16.3602	4.1032
Si	29.909	2.7103	4.06
Si	27.218	5.4397	4.0416
Si	29.937	8.1428	4.0433
Si	27.2376	10.8774	4.1534
Si	29.9824	13.6598	4.1155
Si	1.3503	14.9554	21.8379
Si	4.0715	17.6895	21.8177
Si	1.3765	4.0631	21.83
Si	4.0262	6.7866	21.8189
Si	1.335	9.4923	21.7958
Si	4.0585	12.2262	21.798
Si	6.8368	14.9891	21.7968
Si	9.5334	17.6925	21.8406
Si	6.8061	4.0853	21.8223
Si	9.54	6.8276	21.8142
Si	6.8148	9.5566	21.8098
Si	9.5292	12.2639	21.8117
Si	12.2575	14.9862	21.8135
Si	14.9626	17.717	21.7986
Si	12.2589	4.1206	21.8146
Si	14.9503	6.8147	21.7539
Si	12.2594	9.549	21.8234
Si	14.9329	12.2374	21.8213
Si	17.6125	14.9457	21.7045
Si	20.382	17.6657	21.6872
Si	17.6719	4.0918	21.7249
Si	20.3771	6.8009	21.7075
Si	17.6551	9.5307	21.7039
Si	20.3592	12.2628	21.6216
Si	23.0822	14.955	21.6299
Si	25.8576	17.6421	21.6614
Si	23.1114	4.093	21.6328
Si	25.8646	6.7826	21.6455
Si	23.153	9.5367	21.5777
Si	25.8396	12.2052	21.6836
Si	28.5958	14.9365	21.6918
Si	-1.3197	17.6511	21.7988
Si	28.5971	4.0528	21.7298
Si	-1.3647	6.7602	21.7724
Si	28.5773	9.5042	21.7331
Si	-1.3869	12.1986	21.7681
Si	2.7102	16.3467	23.2011
Si	5.4303	19.0517	23.1834
Si	2.697	5.4189	23.2471
Si	5.3852	8.2078	23.0989
Si	2.672	10.8675	23.1606
Si	5.4914	13.5735	23.0912
Si	8.1656	16.343	23.221
Si	10.8999	19.0873	23.1761
Si	8.1833	5.4561	23.162
Si	10.9089	8.1885	23.181
Si	8.1718	10.9255	23.1998
Si	10.9119	13.6088	23.168
Si	13.632	16.3432	23.1773
Si	16.3282	19.1067	23.1439
Si	13.6309	5.4835	23.1802
Si	16.3358	8.1559	23.0839
Si	13.6033	10.8864	23.2464
Si	16.3055	13.6054	23.159
Si	18.9823	16.2985	23.0102
Si	21.7545	19.0703	22.9864
Si	19.009	5.4422	23.0967
Si	21.8102	8.2134	22.9198
Si	18.9721	10.9702	22.9955
Si	21.7379	13.5799	22.9697
Si	24.418	16.3254	22.9694
Si	27.2606	18.947	23.0222
Si	24.5051	5.4189	22.9691
Si	27.1868	8.1376	23.0324
Si	24.4623	10.8333	23.0201
Si	27.2159	13.576	22.9964
Si	-2.6735	16.2344	23.107
Si	0.0294	19.0101	23.1967
Si	-2.6987	5.3843	23.1474
Si	-0.0605	8.1462	23.1494
Si	-2.7275	10.8329	23.159
Si	-0.0583	13.5584	23.1427
Si	1.3356	17.6641	24.6467
Si	4.0846	4.0347	24.6136
Si	1.2688	6.8176	24.5397
Si	4.0891	9.572	24.519
Si	1.2215	12.1621	24.5067
Si	4.154	14.9303	24.4037
Si	6.8039	17.7486	24.5768
Si	9.5645	4.1358	24.5675
Si	6.7276	6.8262	24.399
Si	9.5673	9.5703	24.5325
Si	6.7878	12.2833	24.5711
Si	9.5452	14.9364	24.5344
Si	12.3055	17.7539	24.5154
Si	15.0343	4.1905	24.577
Si	12.2874	6.851	24.5583
Si	15.0403	9.472	24.5184
Si	12.2455	12.3025	24.6173
Si	14.9896	14.9794	24.5576
Si	17.7163	17.6985	24.4137
Si	20.4304	4.0875	24.3855
Si	17.6582	6.8105	24.4809
Si	20.4417	9.638	24.174
Si	17.6479	12.222	24.526
Si	20.3006	14.8617	24.2997
Si	23.0755	17.7032	24.3348
Si	25.8221	3.9551	24.2748
Si	23.197	6.8836	24.2605
Si	25.8235	9.4786	24.3947
Si	23.0836	12.2153	24.327
Si	25.7865	14.9321	24.2423
Si	28.635	17.6018	24.4278
Si	-1.3354	4.0312	24.5716
Si	28.5027	6.7604	24.3992
Si	-1.43	9.4263	24.5931
Si	28.5197	12.2407	24.4321
Si	-1.4016	14.8622	24.5669
Si	-0.021	16.1709	25.9604
Si	2.7086	19.03	26.0596
Si	-0.0898	5.4826	25.9799
Si	2.6997	8.1947	25.8043
Si	-0.0864	10.7858	26.0092
Si	2.7203	13.5642	25.618
Si	5.4564	16.2704	25.842
Si	8.1739	19.1433	25.96
Si	5.4786	5.4894	25.8698
Si	8.0517	8.2085	25.7006
Si	5.4148	10.9402	25.9608
Si	8.1892	13.5941	25.9605
Si	10.9172	16.3772	25.7905
Si	13.6744	19.1016	25.9018
Si	10.9471	5.5024	25.9405
Si	13.7054	8.1612	25.9328
Si	10.894	10.9138	25.9963
Si	13.6652	13.6511	25.997
Si	16.3895	16.3695	25.8458
Si	19.1068	19.0437	25.7675
Si	16.3569	5.584	26.0662
Si	19.167	8.2587	25.4859
Si	16.3635	10.7871	25.9438
Si	19.0566	13.5719	25.8496
Si	21.5942	16.327	25.5119
Si	24.4845	18.9797	25.7188
Si	21.8333	5.5412	25.561
Si	24.5517	8.0991	25.7856
Si	21.6886	10.9174	25.6801
Si	24.4902	13.5474	25.6062
Si	27.1298	16.238	25.6011
Si	-2.6053	18.8616	25.9039
Si	27.2133	5.257	25.6044
Si	-2.9294	8.0728	25.9061
Si	27.1193	10.8804	25.7354
Si	-2.8079	13.5164	25.9322
Si	1.6783	15.004	27.0896
Si	3.8699	17.2932	27.2017
Si	1.625	4.4727	27.2521
Si	3.8861	6.6815	27.1082
Si	1.6544	9.7155	27.2307
Si	3.7296	12.1236	27.1288
Si	7.123	15.2934	27.2029
Si	9.408	17.5458	27.1402
Si	7.1115	4.504	27.2575
Si	9.2773	6.7656	27.002
Si	6.9545	9.6732	27.1923
Si	9.1939	11.9133	27.3147
Si	12.2044	15.0757	27.2202
Si	15.3386	18.0075	27.1687
Si	12.5224	4.3095	27.2626
Si	14.6766	6.6413	27.5157
Si	12.5861	9.776	27.1803
Si	14.8117	11.9813	27.2725
Si	17.9658	15.2018	27.1394
Si	20.1865	17.4017	27.0608
Si	17.6081	3.89	27.122
Si	20.7142	7.153	26.8063
Si	18.0928	9.5836	27.0563
Si	20.1413	11.9533	27.1988
Si	23.0659	15.0157	26.6425
Si	26.1321	17.8242	26.9714
Si	23.3664	4.3885	26.8349
Si	25.7107	6.3516	26.957
Si	22.89	9.3475	26.8936
Si	25.9432	12.3977	27.0717
Si	28.0818	14.6777	27.0189
Si	-1.2724	17.5021	27.4115
Si	28.3653	20.0523	26.9839
Si	-1.5796	6.8073	27.3507
Si	28.5313	9.7045	27.165
Si	-1.778	11.8512	27.2871
Si	4.4521	17.5815	30.153
Si	5.6139	7.9145	29.415
Si	2.0083	18.6267	31.4243
Si	8.6059	13.9264	36.8928
Si	10.1218	9.9632	31.6305
Si	11.9208	7.6071	31.631
Si	6.9436	17.8038	34.7095
Si	10.8573	5.4809	33.5342
Si	6.499	5.1654	30.0937
Si	3.7363	8.8856	31.706
Si	16.117	13.8977	29.3298
Si	4.5619	20.0901	31.6732
Si	-4.0503	20.4247	32.1225
Si	18.4313	19.9647	35.8032
Si	17.0701	6.9009	34.196
Si	16.1507	5.0582	32.0177
Si	24.0931	8.7247	30.4438
Si	11.2043	12.9044	32.116
Si	12.5908	20.4312	35.7882
Si	24.0723	11.2175	29.2256
Si	16.3061	16.0094	36.5921
Si	20.4596	15.7403	34.4997
Si	21.1195	8.7332	30.9415
Si	27.9043	8.3898	31.9348
Si	1.9068	19.5072	35.8026
Si	21.9106	13.0823	34.4239
Si	27.7031	10.4953	33.8232
Si	24.4609	13.3164	37.2808
Si	24.3229	16.833	28.7655
Si	-1.7721	13.013	30.0955
Si	25.6789	18.7582	36.0282
Si	8.0298	17.2429	32.053
Si	22.0896	18.9514	28.9771
Si	1.7827	16.1629	33.0796
Si	26.2129	12.8212	34.8376
Si	2.5397	13.5075	29.4045
Si	9.7029	7.4244	35.6833
Si	9.585	16.5522	36.0514
Si	-0.0091	19.5068	29.3719
Si	4.1032	17.4867	36.0968
Si	20.8394	10.7749	33.0406
Si	-2.9982	10.8056	31.8165
Si	7.4419	10.5967	32.7448
Si	0.0019	10.849	36.5062
Si	-1.3977	6.7089	35.7886
Si	14.3764	6.5204	35.8491
Si	16.2684	19.1534	33.9031
Si	-4.5458	14.9196	35.8101
Si	26.2656	16.7456	33.9887
Si	12.3185	8.763	35.9111
Si	18.9077	7.5607	29.0996
Si	13.5527	17.9486	34.4744
Si	14.0807	16.3152	29.3226
Si	6.9435	6.9117	35.2587
Si	16.2137	9.2471	32.5718
Si	21.601	7.9638	33.7279
Si	20.2539	17.8632	36.3608
Si	12.4767	17.3622	31.7003
Si	16.4938	14.0508	32.3879
Si	26.679	8.0461	29.1303
Si	27.2041	6.1177	33.6248
Si	14.3715	10.2436	34.5887
Si	10.4309	15.5949	33.2452
Si	-0.3517	9.716	31.8716
Si	13.8438	13.091	33.6697
Si	-2.7415	4.7799	29.4453
Si	-2.2817	15.9655	33.9959
Si	27.1334	5.1807	36.5379
Si	16.5233	10.8126	36.452
Si	-0.8695	17.9327	35.7605
Si	-2.7308	9.3367	35.8504
Si	2.1912	15.1652	35.8513
Si	0.6661	5.353	34.1131
Si	6.3138	13.1968	31.9981
Si	22.958	15.3623	30.8989
Si	22.2479	11.3641	37.0632
Si	0.1111	8.3651	29.3484
Si	-4.2065	17.3407	32.0109
Si	2.263	11.4639	31.7502
Si	4.0063	15.0396	31.4106
Si	1.5104	12.5999	34.4021
Si	-3.1402	15.8231	29.409
Si	5.5539	10.9622	36.5733
Si	10.3212	13.7298	29.3158
Si	6.1485	20.6347	34.358
Si	5.1507	9.0886	34.2996
Si	1.0612	7.2622	31.7733
Si	7.7275	15.1597	30.035
Si	7.3348	12.6906	34.6676
Si	5.5064	5.2867	36.9692
Si	14.8533	7.4805	30.6312
Si	10.8962	19.062	29.4791
Si	10.7237	8.4119	29.2285
Si	13.5154	15.1336	35.8427
Si	18.1867	4.8335	30.0193
Si	17.7862	11.5831	33.6391
Si	21.9095	13.3757	29.1073
Si	9.0086	20.2211	31.4479
Si	24.2714	6.7938	32.9649
Si	22.8033	19.675	36.0751
Si	17.5866	16.5428	33.6872
Si	21.9044	17.683	32.6602
Si	22.7734	20.5196	33.2608
Si	-0.3624	14.1872	32.5085
Si	-1.9531	20.4112	34.5222
Si	24.3661	14.5623	33.4306
Si	20.6429	19.8933	31.555
Si	19.6966	6.2802	35.6487
Si	1.37	14.9797	5.4001
Si	4.0578	1.3658	5.4224
Si	1.3728	4.0603	5.4537
Si	4.1249	6.8037	5.4935
Si	1.3867	9.5309	5.4492
Si	4.0735	12.2636	5.4484
Si	6.7931	14.9431	5.4632
Si	9.5267	1.3607	5.4501
Si	6.7928	4.0788	5.4329
Si	9.5012	6.7844	5.4605
Si	6.7764	9.5275	5.4585
Si	9.5162	12.2384	5.4407
Si	12.2525	14.9548	5.4244
Si	14.9311	1.354	5.4095
Si	12.2145	4.0631	5.4422
Si	14.9698	6.8034	5.4009
Si	12.2672	9.4691	5.478
Si	14.9976	12.2447	5.4349
Si	17.6733	14.9428	5.4081
Si	20.368	1.3582	5.4188
Si	17.6584	4.0757	5.4116
Si	20.3627	6.8054	5.4654
Si	17.6785	9.5134	5.4223
Si	20.3687	12.243	5.4341
Si	23.0921	14.9663	5.4519
Si	25.8249	1.3877	5.4522
Si	23.1171	4.0665	5.4401
Si	25.8576	6.7547	5.4649
Si	23.1098	9.5323	5.4713
Si	25.8446	12.2581	5.453
Si	28.5664	14.989	5.4416
Si	31.2815	1.3647	5.4242
Si	28.5746	4.0913	5.4205
Si	31.3052	6.798	5.4193
Si	28.5971	9.4907	5.4578
Si	31.3143	12.2696	5.4661
Si	2.7165	16.3236	6.7922
Si	5.4306	2.7174	6.788
Si	2.7258	5.4397	6.8084
Si	5.4611	8.1657	6.851
Si	2.7326	10.8915	6.8152
Si	5.434	13.6002	6.8251
Si	8.1592	16.3179	6.8017
Si	10.8729	2.7135	6.8205
Si	8.1468	5.4266	6.816
Si	10.8794	8.1293	6.8202
Si	8.1583	10.8801	6.8058
Si	10.878	13.6057	6.7892
Si	13.5938	16.3172	6.7942
Si	16.2927	2.719	6.7713
Si	13.5951	5.4427	6.7682
Si	16.3113	8.1585	6.7841
Si	13.6104	10.8868	6.7914
Si	16.3346	13.5982	6.8046
Si	19.0209	16.311	6.7797
Si	21.7453	2.7057	6.786
Si	19.0048	5.4312	6.8001
Si	21.7465	8.1586	6.812
Si	19.0264	10.8739	6.796
Si	21.7314	13.6022	6.7994
Si	24.4706	16.3257	6.7987
Si	27.2084	2.7382	6.7937
Si	24.4775	5.4162	6.814
Si	27.2175	8.1398	6.8066
Si	24.4821	10.8933	6.8117
Si	27.2084	13.6191	6.8006
Si	29.9349	16.3312	6.8027
Si	0.0018	2.711	6.8028
Si	29.9384	5.4438	6.7865
Si	0.0165	8.162	6.7918
Si	29.9458	10.8825	6.8001
Si	0.0354	13.6268	6.8055
Si	1.3617	1.3542	8.164
Si	4.0874	4.079	8.1651
Si	1.3669	6.801	8.1629
Si	4.0825	9.526	8.1824
Si	1.3804	12.2571	8.1714
Si	4.0786	14.9728	8.1678
Si	6.7931	1.36	8.1556
Si	9.5088	4.0714	8.1744
Si	6.8168	6.7977	8.1918
Si	9.5219	9.5164	8.1617
Si	6.7984	12.2348	8.1737
Si	9.5201	14.9605	8.1602
Si	12.2365	1.3523	8.1652
Si	14.9433	4.0812	8.1408
Si	12.2393	6.7758	8.1665
Si	14.9566	9.5199	8.1529
Si	12.2351	12.2404	8.1481
Si	14.9543	14.956	8.1507
Si	17.6565	1.3574	8.1334
Si	20.3882	4.0762	8.1437
Si	17.6543	6.7962	8.1578
Si	20.3848	9.5189	8.1622
Si	17.6785	12.2352	8.165
Si	20.3799	14.9644	8.1568
Si	23.1049	1.3554	8.1574
Si	25.8453	4.0715	8.1703
Si	23.1181	6.7956	8.1561
Si	25.8494	9.516	8.1502
Si	23.1073	12.2485	8.1571
Si	25.8408	14.9712	8.1568
Si	28.5697	1.3729	8.1528
Si	31.2918	4.0833	8.1553
Si	28.5808	6.7911	8.1634
Si	31.3048	9.5247	8.1597
Si	28.5705	12.2418	8.1489
Si	31.2953	14.9677	8.1607
Si	0.0109	16.3191	9.5303
Si	2.7279	2.7159	9.5219
Si	0.0124	5.4377	9.5209
Si	2.7252	8.1581	9.5302
Si	0.0207	10.8854	9.5214
Si	2.7351	13.6083	9.5366
Si	5.4428	16.3247	9.5275
Si	8.1485	2.7141	9.529
Si	5.4433	5.4371	9.5341
Si	8.1714	8.1636	9.5403
Si	5.4451	10.8804	9.5412
Si	8.1599	13.6015	9.524
Si	10.8722	16.319	9.5253
Si	13.5891	2.7243	9.5145
Si	10.872	5.4308	9.5305
Si	13.5896	8.1597	9.5128
Si	10.8765	10.8834	9.5169
Si	13.5888	13.6013	9.5121
Si	16.3049	16.3232	9.5088
Si	19.0214	2.7154	9.4978
Si	16.2947	5.4376	9.5137
Si	19.0213	8.1562	9.513
Si	16.3088	10.8785	9.5179
Si	19.0297	13.6011	9.5198
Si	21.746	16.3178	9.5151
Si	24.476	2.7111	9.5148
Si	21.7499	5.4354	9.5066
Si	24.4839	8.1575	9.5083
Si	21.7512	10.8812	9.5136
Si	24.4778	13.6051	9.5099
Si	27.21	16.327	9.5102
Si	29.9331	2.7236	9.5165
Si	27.2122	5.4356	9.5185
Si	29.9414	8.1595	9.5145
Si	27.2108	10.8783	9.5074
Si	29.9349	13.5982	9.5106
Si	1.3723	14.9625	10.8931
Si	4.0869	17.6823	10.8914
Si	1.3743	4.0792	10.8831
Si	4.0869	6.8001	10.8923
Si	1.3748	9.524	10.8881
Si	4.0916	12.2459	10.8985
Si	6.8019	14.9619	10.888
Si	9.5111	17.6774	10.8882
Si	6.7998	4.0782	10.8961
Si	9.5227	6.7985	10.8961
Si	6.8038	9.5192	10.8984
Si	9.5156	12.2401	10.8849
Si	12.2292	14.9579	10.8808
Si	14.9452	17.682	10.8723
Si	12.228	4.0732	10.8871
Si	14.9399	6.7991	10.8779
Si	12.229	9.519	10.8775
Si	14.943	12.2392	10.8734
Si	17.6615	14.9622	10.87
Si	20.3814	17.6807	10.8651
Si	17.6621	4.0759	10.8629
Si	20.3877	6.7965	10.8642
Si	17.6644	9.5172	10.8751
Si	20.3906	12.2398	10.8732
Si	23.1148	14.9605	10.8688
Si	25.8445	17.6771	10.8709
Si	23.1148	4.0782	10.8648
Si	25.8469	6.7981	10.8671
Si	23.118	9.5179	10.8631
Si	25.8446	12.2395	10.8615
Si	28.5736	14.9616	10.8656
Si	-1.3474	17.6833	10.8805
Si	28.5733	4.0775	10.8771
Si	-1.3429	6.7998	10.8797
Si	28.5759	9.5199	10.8676
Si	-1.3441	12.2415	10.8766
Si	2.7341	16.3192	12.2539
Si	5.4442	2.7193	12.2582
Si	2.7326	5.4366	12.2511
Si	5.4448	8.1587	12.2577
Si	2.7344	10.8801	12.254
Si	5.4501	13.604	12.2589
Si	8.1554	16.3213	12.2546
Si	10.866	2.72	12.2504
Si	8.1576	5.4419	12.2558
Si	10.8738	8.1653	12.2522
Si	8.1586	10.8843	12.2559
Si	10.8685	13.6036	12.2468
Si	13.5814	16.3268	12.2361
Si	16.3008	2.7238	12.2307
Si	13.5795	5.4432	12.243
Si	16.2992	8.1613	12.2333
Si	13.5819	10.8831	12.2377
Si	16.2986	13.6044	12.2293
Si	19.0209	16.323	12.2264
Si	21.7489	2.7199	12.2185
Si	19.0218	5.4393	12.2197
Si	21.7519	8.1582	12.2179
Si	19.024	10.8811	12.2279
Si	21.752	13.6013	12.225
Si	24.4818	16.3171	12.2237
Si	27.2109	2.714	12.228
Si	24.4827	5.4356	12.2207
Si	27.2136	8.1559	12.2212
Si	24.4823	10.878	12.2184
Si	27.2113	13.5976	12.219
Si	29.9356	16.3152	12.2328
Si	0.018	2.7169	12.242
Si	29.9384	5.4347	12.2344
Si	0.019	8.1568	12.2421
Si	29.9382	10.8761	12.2309
Si	0.0159	13.5954	12.2449
Si	1.3766	17.68	13.6097
Si	4.0903	4.0805	13.6197
Si	1.3779	6.7999	13.6095
Si	4.0911	9.5215	13.6209
Si	1.3761	12.2396	13.6122
Si	4.0924	14.9623	13.621
Si	6.8025	17.6824	13.6226
Si	9.5128	4.0822	13.618
Si	6.8015	6.8011	13.6225
Si	9.5119	9.5219	13.6177
Si	6.8037	12.2429	13.6246
Si	9.5116	14.9617	13.6163
Si	12.2234	17.681	13.6086
Si	14.9386	4.0805	13.5961
Si	12.2246	6.8019	13.6126
Si	14.9382	9.5214	13.5949
Si	12.2227	12.2416	13.6047
Si	14.9372	14.9636	13.5906
Si	17.658	17.6818	13.5863
Si	20.3855	4.0807	13.5733
Si	17.6594	6.797	13.5827
Si	20.3875	9.5172	13.5766
Si	17.6575	12.2414	13.5836
Si	20.384	14.9608	13.5781
Si	23.116	17.6804	13.5721
Si	25.848	4.0752	13.5786
Si	23.117	6.7977	13.5717
Si	25.8492	9.5165	13.5718
Si	23.1162	12.2379	13.5734
Si	25.8497	14.957	13.5757
Si	28.5761	17.676	13.5873
Si	-1.3394	4.0771	13.598
Si	28.5744	6.7956	13.5827
Si	-1.3393	9.5183	13.5952
Si	28.576	12.2396	13.5806
Si	-1.3421	14.958	13.5983
Si	0.0209	16.3129	14.9639
Si	2.736	2.7149	14.9774
Si	0.0237	5.4308	14.963
Si	2.7334	8.1585	14.9797
Si	0.0193	10.8727	14.966
Si	2.7364	13.5962	14.9791
Si	5.4479	16.3228	14.9873
Si	8.1569	2.7267	14.987
Si	5.4469	5.4398	14.9867
Si	8.1551	8.1642	14.9875
Si	5.4468	10.8812	14.989
Si	8.1579	13.6055	14.9884
Si	10.8641	16.3275	14.9773
Si	13.5778	2.7275	14.9664
Si	10.8649	5.4465	14.9811
Si	13.5808	8.1682	14.9659
Si	10.8646	10.8886	14.9755
Si	13.5778	13.6098	14.9578
Si	16.2903	16.3281	14.9465
Si	19.019	2.7293	14.9331
Si	16.2954	5.4461	14.9486
Si	19.0198	8.161	14.9329
Si	16.2931	10.8882	14.9476
Si	19.0168	13.6043	14.9355
Si	21.7483	16.325	14.9252
Si	24.4854	2.7121	14.9303
Si	21.7521	5.4382	14.9255
Si	24.4851	8.1553	14.9239
Si	21.749	10.8805	14.9279
Si	24.4824	13.5973	14.9239
Si	27.2162	16.3106	14.9372
Si	29.9429	2.7096	14.9496
Si	27.2163	5.4297	14.9358
Si	29.9431	8.1471	14.9408
Si	27.2162	10.8713	14.9278
Si	29.9395	13.5905	14.9491
Si	1.38	14.959	16.3354
Si	4.0929	17.6826	16.3506
Si	1.3793	4.0733	16.3349
Si	4.0895	6.7999	16.3476
Si	1.3749	9.5181	16.3404
Si	4.0883	12.2388	16.3537
Si	6.8023	14.9657	16.3553
Si	9.5139	17.6893	16.3507
Si	6.8042	4.0864	16.3577
Si	9.5082	6.803	16.3534
Si	6.8022	9.5242	16.3586
Si	9.5144	12.2465	16.3515
Si	12.2238	14.9665	16.3307
Si	14.9335	17.682	16.3209
Si	12.2236	4.087	16.3396
Si	14.9391	6.8045	16.3182
Si	12.2213	9.5278	16.3315
Si	14.9316	12.2473	16.3134
Si	17.6483	14.9624	16.2926
Si	20.3839	17.6881	16.2783
Si	17.6533	4.0815	16.2977
Si	20.3821	6.7946	16.2787
Si	17.6541	9.5204	16.2917
Si	20.3781	12.2381	16.2829
Si	23.1162	14.9632	16.2704
Si	25.8539	17.6723	16.2869
Si	23.1189	4.0758	16.2754
Si	25.8486	6.792	16.279
Si	23.1191	9.5182	16.2718
Si	25.8484	12.2327	16.2713
Si	28.5807	14.9537	16.2994
Si	-1.337	17.6726	16.3186
Si	28.584	4.0734	16.2987
Si	-1.3396	6.7903	16.3111
Si	28.5846	9.512	16.2842
Si	-1.3405	12.2342	16.3184
Si	2.7355	16.3178	17.7087
Si	5.4479	2.7244	17.7195
Si	2.7336	5.4322	17.7049
Si	5.4431	8.1582	17.7192
Si	2.7296	10.8752	17.7171
Si	5.4422	13.6062	17.7183
Si	8.1591	16.3302	17.7192
Si	10.8694	2.7331	17.7158
Si	8.1558	5.4469	17.7327
Si	10.8681	8.1724	17.7038
Si	8.1584	10.8905	17.7233
Si	10.8782	13.6102	17.7069
Si	13.5711	16.3316	17.6943
Si	16.2926	2.7301	17.668
Si	13.582	5.4544	17.6935
Si	16.2958	8.1734	17.6666
Si	13.5726	10.8968	17.6871
Si	16.2849	13.6149	17.665
Si	19.0052	16.3399	17.6269
Si	21.7516	2.7232	17.6301
Si	19.015	5.4453	17.6431
Si	21.75	8.1587	17.617
Si	19.0078	10.8841	17.6433
Si	21.7439	13.6101	17.6172
Si	24.4857	16.3091	17.6315
Si	27.2261	2.7049	17.645
Si	24.4866	5.4289	17.63
Si	27.2291	8.1409	17.6255
Si	24.4872	10.8743	17.6226
Si	27.2137	13.5801	17.6321
Si	29.9477	16.3023	17.6692
Si	0.0248	2.7044	17.6897
Si	29.9549	5.4176	17.6682
Si	0.0107	8.1454	17.6839
Si	29.941	10.8576	17.6617
Si	0.0217	13.5902	17.6859
Si	1.3801	17.6757	19.0707
Si	4.0928	4.0865	19.0833
Si	1.3557	6.78	19.0541
Si	4.0779	9.5055	19.0856
Si	1.367	12.2401	19.0735
Si	4.0832	14.9622	19.0868
Si	6.8015	17.6864	19.0898
Si	9.5194	4.0886	19.0967
Si	6.7977	6.811	19.1004
Si	9.5243	9.532	19.0826
Si	6.8014	12.2566	19.087
Si	9.5353	14.9795	19.0726
Si	12.2303	17.6965	19.0776
Si	14.9403	4.0861	19.0435
Si	12.23	6.8195	19.064
Si	14.9321	9.5322	19.0319
Si	12.2295	12.2518	19.0766
Si	14.9259	14.966	19.0456
Si	17.6504	17.6819	19.0133
Si	20.3757	4.0747	18.9831
Si	17.6578	6.8063	19.01
Si	20.3803	9.5113	18.9707
Si	17.6364	12.239	19.0065
Si	20.3671	14.9759	18.9561
Si	23.124	17.6818	18.9719
Si	25.8637	4.0735	18.9828
Si	23.1081	6.7924	18.9632
Si	25.8702	9.5098	18.9586
Si	23.1137	12.2476	18.9549
Si	25.85	14.9365	18.978
Si	28.5905	17.6701	19.0142
Si	-1.3299	4.0591	19.0496
Si	28.5899	6.7885	18.9985
Si	-1.3456	9.5033	19.0428
Si	28.5698	12.2207	18.9961
Si	-1.3316	14.9483	19.0439
Si	0.0267	16.3026	20.4256
Si	2.7307	19.0454	20.4405
Si	0.0206	5.4119	20.4338
Si	2.6916	8.1362	20.429
Si	0.0031	10.8641	20.4182
Si	2.7136	13.6086	20.4513
Si	5.4378	16.3278	20.4538
Si	8.1631	19.0393	20.4624
Si	5.4348	5.4498	20.467
Si	8.1673	8.1804	20.4531
Si	5.4358	10.8833	20.4367
Si	8.1847	13.6237	20.4344
Si	10.8831	16.3382	20.4552
Si	13.5901	19.0625	20.4358
Si	10.8888	5.4635	20.4445
Si	13.5874	8.1886	20.4197
Si	10.8823	10.8909	20.453
Si	13.5923	13.6078	20.4419
Si	16.2745	16.3458	20.387
Si	19.0178	19.0429	20.3553
Si	16.3038	5.4543	20.3837
Si	19.0245	8.1694	20.3519
Si	16.2713	10.8975	20.3942
Si	18.9956	13.635	20.3128
Si	21.7322	16.3293	20.2994
Si	24.498	19.0336	20.3236
Si	21.7278	5.4508	20.3181
Si	24.5081	8.1404	20.2799
Si	21.7389	10.8929	20.2878
Si	24.4809	13.5801	20.3274
Si	27.2223	16.2841	20.3282
Si	-2.6779	19.003	20.4023
Si	27.2468	5.4126	20.3415
Si	-2.7065	8.1296	20.3907
Si	27.2169	10.8509	20.3467
Si	-2.7019	13.5587	20.3611
O	0.2127	13.2966	33.7242
O	3.9444	8.768	33.3035
O	2.7312	16.1719	27.5776
O	2.7972	5.5566	27.5493
O	-2.5073	13.5561	38.2609
O	3.8265	12.9654	28.543
O	-0.7215	8.0159	28.0239
O	2.7011	10.9211	27.519
O	6.5302	4.2189	28.7632
O	17.3828	11.3847	35.2044
O	20.9719	10.244	31.5167
O	13.9764	21.2759	35.7292
O	22.2913	14.122	27.7408
O	15.0556	15.0162	36.341
O	14.7637	6.9651	37.3514
O	14.9411	17.4973	28.6611
O	8.1524	17.0642	35.4897
O	11.2327	14.0633	28.0344
O	23.9091	16.2223	27.336
O	15.5666	12.5524	28.6086
O	13.3519	16.425	34.9092
O	-4.3024	20.9232	37.4454
O	15.5429	20.1389	32.8478
O	16.458	19.1294	27.5118
O	18.1896	6.837	35.3657
O	18.1481	6.4588	29.9941
O	23.3319	10.2598	28.1598
O	27.0363	13.522	27.4982
O	27.2318	4.8041	32.6659
O	21.6743	16.5895	33.8297
O	22.3641	20.1808	27.9901
O	9.9915	6.4592	34.4491
O	20.3435	16.2919	36.0156
O	24.3614	10.3382	30.5714
O	11.1768	8.9065	32.2936
O	24.5063	5.3737	27.4973
O	26.1145	20.2947	36.2263
O	7.5877	16.6763	30.6032
O	1.3581	15.2473	37.2558
O	2.7904	8.1591	38.2749
O	-1.0682	17.3591	37.2631
O	-0.1511	18.3675	28.228
O	17.4072	15.3129	37.5422
O	4.5158	11.6941	37.5413
O	8.2681	8.2684	38.3711
O	13.3947	7.9889	31.1021
O	-1.3629	10.2035	35.9267
O	-2.9431	10.7456	27.6865
O	6.4965	9.9605	37.4221
O	13.6571	10.902	27.739
O	16.592	13.603	30.8362
O	24.6409	8.1271	38.153
O	9.527	12.4073	28.8399
O	10.0862	18.023	28.5437
O	20.7169	7.0629	34.7031
O	3.1309	18.5486	35.354
O	2.0405	19.9857	37.3509
O	20.9333	17.9866	28.3873
O	6.762	14.8796	28.7523
O	-2.2739	6.1267	28.6741
O	-1.0585	16.7193	34.7183
O	21.3282	4.5748	32.625
O	19.5678	21.0167	35.3219
O	6.3849	9.0721	28.5954
O	19.837	6.6787	28.0981
O	11.2486	13.4698	30.6003
O	10.5164	16.155	34.7799
O	21.8166	8.2164	27.3898
O	26.2387	17.8112	37.2401
O	1.068	4.2126	28.7627
O	0.9039	10.6729	31.9997
O	8.2315	16.4693	27.4656
O	27.0116	9.3698	32.8798
O	19.072	10.7814	27.5925
O	-3.4025	9.2388	37.3315
O	5.1074	20.8944	35.5813
O	12.8084	16.0924	28.3491
O	5.0034	8.455	30.8064
O	21.5475	18.6955	35.9259
O	0.2495	21.6309	38.3286
O	8.2172	19.0473	38.3047
O	-0.6724	9.4288	30.296
O	11.0206	10.8402	38.3552
O	4.3026	6.2053	37.4814
O	15.8209	11.9528	37.3738
O	3.5923	15.9439	36.0745
O	20.6194	12.4993	28.6799
O	3.4466	10.4395	31.3783
O	18.3441	4.2574	28.5291
O	13.0511	18.2058	32.9533
O	2.8445	17.7343	30.3614
O	4.1183	18.0267	37.6195
O	25.7027	13.6417	33.5333
O	8.588	9.6997	32.074
O	13.8529	13.4005	38.3682
O	16.4914	5.4098	38.4328
O	7.2199	14.2129	37.6637
O	5.5871	7.7195	35.0048
O	20.2666	6.4266	37.1598
O	15.9414	8.6047	31.107
O	12.0452	8.9179	28.4546
O	1.3723	14.0283	28.3886
O	-0.617	13.2766	31.1971
O	-0.4711	12.071	37.461
O	9.6667	7.7782	28.2152
O	19.0943	16.3044	27.6066
O	9.8768	4.6144	32.599
O	4.7342	10.1459	35.4439
O	2.4895	7.9158	31.4266
O	17.4696	9.9466	37.4203
O	22.8189	9.8564	37.2693
O	27.4098	10.9665	38.2822
O	9.8282	6.6613	37.1242
O	-1.4588	20.1413	29.6263
O	21.7149	12.1381	33.1264
O	15.1084	18.3061	34.6029
O	5.9562	20.4803	37.9992
O	0.0632	8.3003	32.5446
O	24.5773	19.0581	38.6839
O	-4.3853	7.1575	32.9291
O	5.1848	18.7832	30.9377
O	13.596	5.4366	27.7835
O	6.6699	6.7286	29.7238
O	10.4646	11.475	32.0605
O	12.6813	9.0365	37.4561
O	9.2832	14.9186	29.6386
O	3.2526	15.5367	32.754
O	0.9542	11.3749	35.3073
O	27.0217	15.8971	35.1294
O	4.8174	13.6551	31.6034
O	27.5621	13.421	35.4963
O	19.3299	20.5674	30.9775
O	-2.5035	14.4212	29.8586
O	13.8531	18.9863	38.2946
O	16.9106	10.7028	32.5795
O	21.9785	16.4212	38.4709
O	-1.9802	19.0475	35.3775
O	1.4213	9.0896	28.7317
O	-4.0561	11.4572	32.8515
O	-2.2977	7.9156	35.2129
O	14.5863	11.7962	34.2618
O	18.9973	18.4754	35.5622
O	17.0513	20.0743	34.9852
O	11.6499	16.1417	32.345
O	11.0851	7.2421	30.2858
O	4.9607	16.2123	30.8472
O	2.0484	12.414	30.4716
O	11.8896	6.346	32.6291
O	9.0807	16.1662	32.6159
O	22.7863	20.5082	37.4688
O	25.8303	17.3095	28.5063
O	7.1618	19.4179	34.7096
O	28.3143	18.9084	31.6566
O	10.4675	13.9743	33.0992
O	7.0157	5.687	34.1752
O	14.9015	14.9447	29.3636
O	6.8561	17.3054	33.1677
O	11.6444	20.8767	34.5759
O	27.6199	9.1737	28.4345
O	5.6716	16.1959	38.4719
O	16.8747	15.6027	32.5824
O	0.426	7.055	30.2733
O	4.4179	7.3579	28.485
O	0.6897	15.3732	32.183
O	12.7092	12.6622	32.6201
O	9.8675	20.1492	30.0813
O	24.958	12.8679	35.8385
O	17.8626	8.534	28.3121
O	12.0204	20.6171	37.3028
O	25.0819	8.3486	29.2068
O	7.6478	4.7162	31.1392
O	-1.294	7.0764	37.3612
O	-0.5346	20.6411	33.7725
O	23.3484	12.28	37.8174
O	-2.1685	5.3101	35.5614
O	-2.0733	16.7325	28.6032
O	21.1188	7.7074	32.1975
O	22.4168	16.7827	31.4212
O	17.2032	8.3352	33.4677
O	17.2198	5.8005	33.0033
O	13.1588	13.8749	34.9032
O	15.6041	6.7763	34.8516
O	20.8224	11.5036	37.7876
O	19.1252	8.2666	38.4521
O	0.5716	18.6188	35.6641
O	24.135	15.664	29.834
O	23.2076	14.0267	34.4096
O	14.968	13.9459	32.9105
O	11.9847	19.8559	28.592
O	8.1959	7.9167	35.3466
O	27.1794	7.7774	30.6343
O	8.0984	10.7498	27.6011
O	19.9979	18.0648	37.9307
O	-3.7328	16.5836	30.6829
O	24.7984	16.0869	33.7712
O	14.7691	9.36	33.3027
O	17.3505	14.5173	28.4867
O	26.3652	6.3375	37.3591
O	15.7233	17.3232	37.3625
O	-1.7583	14.8595	32.949
O	-3.4042	4.9727	30.9047
O	25.7801	13.1899	38.1755
O	1.4685	15.9571	34.645
O	11.5876	18.29	30.7204
O	12.5261	15.2005	37.1372
O	23.7862	14.7746	37.4509
O	12.7779	18.8569	35.5416
O	-1.5948	10.4656	32.5574
O	1.7311	17.7408	32.7435
O	25.3922	11.7936	28.4894
O	6.4487	12.0798	35.8554
O	9.504	15.248	37.0124
O	13.667	16.7334	30.8143
O	10.1552	9.6989	30.0296
O	2.9326	14.8052	30.2501
O	0.5801	19.0043	30.7837
O	5.0272	5.0336	30.7795
O	22.8072	20.7429	34.8628
O	23.1483	7.5039	33.8974
O	6.6558	11.6257	31.7421
O	20.6852	14.1387	34.5578
O	4.7064	17.6591	28.5646
O	-2.6087	19.0973	38.3437
O	-4.4257	15.1442	37.4093
O	26.713	6.7271	28.2039
O	2.5232	12.1928	33.1877
O	10.1012	17.6528	37.14
O	7.3691	14.0858	31.18
O	1.827	20.8237	34.8535
O	8.6694	18.7137	31.9175
O	8.3669	13.7254	35.3186
O	22.0436	11.9836	35.6025
O	0.8738	9.8126	37.4094
O	23.45	18.1207	29.1466
O	27.0141	16.7742	32.5554
O	-1.194	12.4676	28.6852
O	2.3177	13.6242	35.37
O	13.0699	7.4007	35.447
O	-3.5375	9.3282	31.37
O	8.118	11.503	33.9078
O	-3.1208	15.1886	35.1291
O	9.3242	12.621	37.4856
O	28.3131	15.522	28.3813
O	17.3027	18.0829	33.25
O	22.5139	8.5238	30.1502
O	2.921	13.5503	38.3977
O	-3.1444	17.0747	33.2013
O	-3.8935	9.9157	34.9018
O	5.5536	17.474	35.4267
O	27.2171	18.9657	27.2649
O	6.8128	6.218	36.7209
O	26.4943	11.2834	34.5055
O	14.9985	7.2426	29.0192
O	-3.0658	20.3841	33.3873
O	6.373	9.6117	33.4034
O	5.2298	20.2419	33.115
O	22.9688	18.9	32.9852
O	15.3541	9.8722	35.8293
O	8.3008	5.5874	27.5616
O	17.0018	16.3134	35.1814
O	2.9498	19.9106	31.7766
O	21.3946	9.5624	33.999
O	23.1052	12.4325	29.6218
O	18.1831	20.1581	37.3757
O	6.4382	13.4796	33.5872
O	26.1952	18.2416	34.5872
O	25.7054	6.7159	33.6963
O	10.7261	8.6638	35.6992
O	24.0766	18.7013	35.9848
O	19.1345	16.1004	33.6675
O	-3.8571	4.1395	28.4943
O	12.8424	9.9793	34.9946
O	21.728	14.5156	30.2466
O	23.7011	14.4565	31.9834
O	0.0597	6.5315	35.073
O	20.5006	18.4365	32.281
O	21.6826	19.6299	30.3562
O	-2.7894	11.8731	30.6366
O	1.2058	5.9703	32.7151
O	24.4608	7.7632	31.678
O	17.5088	13.1275	33.2491
O	15.0638	6.1181	31.4866
O	19.19	13.5436	38.3323
O	19.8553	8.481	30.0036
O	19.3326	11.1636	33.4679
O	23.8331	5.2551	32.6181
O	27.6613	5.7919	35.1413
O	16.8065	4.3932	30.7026

Results
total energy: -218736.497 eV
total energy less fixed offsets of O -438.35, Si -107.03 eV per atom: -17.777 eV

Forces (eV/angstrom), in the order of the atoms: element, x, y, z
Si	-0.2023	0.1353	0.7335
Si	-0.1959	0.1241	0.7518
Si	0.1011	-0.1238	0.6525
Si	0.0643	-0.2029	0.7085
Si	-0.1028	0.1931	0.7019
Si	0.218	-0.1859	0.6882
Si	0.1378	-0.1883	0.6833
Si	0.2299	-0.0469	0.7501
Si	-0.0801	0.2117	0.7337
Si	0.1781	-0.1285	0.771
Si	-0.2215	0.2198	0.6838
Si	-0.1542	0.0641	0.7531
Si	0.1213	0.1627	0.6387
Si	0.221	-0.2746	0.7021
Si	-0.1975	0.1699	0.7259
Si	-0.1384	0.1586	0.8022
Si	0.2165	-0.0678	0.7211
Si	0.1444	-0.2882	0.6795
Si	-0.1527	0.1714	0.692
Si	-0.1784	0.2077	0.6858
Si	0.1449	-0.1105	0.7388
Si	0.1692	-0.2629	0.662
Si	-0.2998	0.2469	0.6677
Si	0.1468	-0.2374	0.6543
Si	0.1686	-0.2197	0.7699
Si	0.3869	-0.1976	0.68
Si	-0.2457	0.1874	0.73
Si	0.1357	-0.0056	0.6535
Si	-0.1407	0.1223	0.6891
Si	-0.0259	0.0485	0.7145
Si	-0.2055	0.3005	0.6301
Si	0.1142	-0.1399	0.782
Si	-0.1847	0.2102	0.6993
Si	-0.0907	-0.1362	0.5995
Si	0.118	-0.2597	0.6942
Si	0.3089	-0.4009	0.5958
Si	0.0141	-0.0182	-0.0678
Si	0.0119	-0.0139	-0.0663
Si	-0.0118	0.0088	-0.0644
Si	0.0163	0.002	-0.045
Si	0.0097	-0.0249	-0.0476
Si	-0.0192	0.0111	-0.0514
Si	0.0146	0.0055	-0.0319
Si	0.0007	0.0088	-0.0282
Si	-0.0039	-0.034	-0.0571
Si	-0.0033	-0.0057	-0.0461
Si	0.0175	-0.0199	-0.0759
Si	-0.0037	0.0068	-0.0323
Si	0.0088	0.0093	-0.0192
Si	-0.0303	0.0196	-0.0686
Si	0.0099	0.0007	-0.0477
Si	0.0156	0.0019	-0.0541
Si	0.0259	0.0253	-0.0566
Si	0.0167	0.0099	-0.0327
Si	0.0116	-0.0362	-0.0636
Si	0.0235	-0.0074	-0.0665
Si	-0.0028	0.0157	-0.0499
Si	0.0083	-0.0057	-0.0519
Si	-0.0004	-0.0025	-0.0374
Si	-0.023	0.0089	-0.0506
Si	0.0086	0.012	-0.0783
Si	-0.0139	0.0018	-0.0642
Si	-0.0115	-0.0251	-0.0282
Si	0.0402	-0.0266	-0.0711
Si	-0.0121	-0.0266	-0.0449
Si	0.0159	-0.0234	-0.0376
Si	0.0039	0.0342	-0.0598
Si	-0.022	0.001	-0.0608
Si	-0.0553	0.0091	-0.0512
Si	0.0274	0.0387	-0.0308
Si	0.0044	-0.0013	-0.0422
Si	0.0126	0.0018	-0.0457
Si	-0.0231	-0.0127	0.0028
Si	0.0132	0.0148	0.0102
Si	-0.0033	-0.0467	0.0366
Si	-0.0258	0.0003	0.016
Si	0.0194	0.0121	0.0208
Si	0.0135	-0.0026	0.0283
Si	-0.0068	-0.0097	0.0373
Si	-0.0001	-0.0035	0.02
Si	0.0142	0.0129	0.0238
Si	-0.0075	0.0062	0.0434
Si	-0.0005	-0.0011	0.0084
Si	-0.0018	0.0132	0.0124
Si	0.0092	0.0054	0.0107
Si	0.0072	0.0058	0.043
Si	0.0031	-0.0189	0.0053
Si	-0.0142	-0.0204	0.0139
Si	0.0281	-0.0329	0.0318
Si	-0.0329	-0.023	-0.0109
Si	-0.0001	0.0089	-0.0074
Si	0.0069	0.0149	-0.0032
Si	-0.0173	-0.0114	0.052
Si	-0.0123	0.0161	0.0207
Si	0.029	0.0055	0.0009
Si	0.0035	-0.0002	0.0354
Si	-0.0009	-0.0061	0.0406
Si	0.007	-0.0228	0.0153
Si	0.0019	0.0247	0.0155
Si	-0.0057	0.0137	0.0472
Si	-0.0157	0.0031	0.019
Si	-0.0201	0.0112	0.0105
Si	-0.0003	0.0232	0.016
Si	0.0398	0.0053	0.0095
Si	-0.0052	-0.0126	0.0141
Si	-0.0117	0.0024	0.0023
Si	-0.0087	-0.0228	0.0333
Si	-0.0213	-0.0149	0.0196
Si	-0.0055	0.0069	0.0068
Si	0.0012	0.0016	-0.0001
Si	-0.0087	0.0254	-0.0294
Si	0.0104	0.0069	-0.0001
Si	0.0027	-0.0057	0.0161
Si	0.0213	-0.001	-0.0011
Si	-0.0182	0.012	-0.0048
Si	-0.0052	-0.0127	-0.0091
Si	-0.0057	0.0044	-0.0064
Si	0.0048	0.0129	0.0008
Si	-0.0009	-0.0053	0.0157
Si	-0.0087	-0.0059	0.0061
Si	0.0152	0.019	0.0161
Si	0.0014	0.0007	-0.0028
Si	-0.0097	-0.0086	-0.0039
Si	0.0057	0.0254	0.0042
Si	-0.0063	-0.0003	-0.005
Si	0.0064	0.0038	-0.01
Si	-0.0184	0.002	0.0139
Si	-0.0033	-0.0191	0.014
Si	-0.0095	-0.0046	-0.0218
Si	0.0096	-0.0065	-0.0116
Si	0.0033	0.0019	0.0033
Si	0.004	0.0028	-0.0115
Si	-0.0108	-0.0003	0.0011
Si	-0.0129	0.0059	-0.0144
Si	-0.0054	0.0048	0.0117
Si	0.0168	-0.0053	0.0001
Si	0.0024	-0.0246	0.0188
Si	0.0017	-0.0031	0.0038
Si	0.0222	0.0015	0.0169
Si	-0.0181	0.0029	-0.0127
Si	0.015	0.0065	-0.0023
Si	-0.0145	-0.0084	0.0175
Si	0.0133	0.0097	-0.0107
Si	-0.0113	-0.0055	0.0116
Si	0.0189	-0.0044	0.0148
Si	0.0016	-0.0012	-0.0027
Si	0.0188	-0.0009	0.0034
Si	-0.0292	0.0107	0.0045
Si	-0.0086	0.0126	-0.0084
Si	-0.001	-0.0087	-0.0031
Si	0.0161	0.0022	-0.0093
Si	-0.0115	0.0028	0.0028
Si	0.0087	0.0056	-0.0027
Si	-0.0007	-0.0063	-0.0052
Si	0.0085	0.0029	-0.0061
Si	-0.0007	-0.0106	-0.0043
Si	0.0034	-0.003	0.006
Si	0.0054	0.0065	0.0059
Si	0.0004	0.0149	-0.0012
Si	0.0017	-0.0223	0.0034
Si	0.0042	0.0159	0.0117
Si	0.0074	-0.0147	-0.0039
Si	0.0082	-0.0075	-0.0012
Si	0.0044	-0.0015	-0.0032
Si	-0.0044	-0.0144	-0.012
Si	-0.0029	-0.0124	0.0126
Si	0.0019	-0.0099	-0.0119
Si	-0.0004	-0.0044	-0.0012
Si	0.015	0.0037	-0.0175
Si	0.0103	0.0009	-0.0043
Si	0.0131	-0.0065	-0.0098
Si	-0.0127	0.0147	-0.0099
Si	-0.0122	-0.001	-0.0262
Si	-0.0223	-0.003	-0.0115
Si	-0.0105	0.0058	-0.0098
Si	-0.0082	0.0105	0.0028
Si	-0.0015	0.0171	-0.0067
Si	-0.0106	0.003	0.0062
Si	-0.0104	0.0239	-0.0051
Si	-0.0078	0.0029	-0.008
Si	-0.0231	-0.0061	0.0124
Si	0.0071	0.0065	-0.0144
Si	0.012	-0.0011	0.0176
Si	0.0207	0.0303	-0.0159
Si	-0.0002	0.0164	0.0264
Si	-0.0017	-0.017	-0.0393
Si	-0.016	-0.0087	-0.0052
Si	-0.0139	0.0054	0.009
Si	-0.0023	-0.0033	0.0054
Si	-0.0138	-0.0187	-0.0105
Si	-0.0065	0.0021	0.0147
Si	-0.0101	-0.0143	-0.0023
Si	0.0039	0.007	-0.0008
Si	-0.0067	0.012	0.0127
Si	0.0254	-0.0021	0.0135
Si	0.0101	0.0088	0.0024
Si	-0.0124	0.013	0.0218
Si	0.0008	-0.0157	0.0015
Si	0.0074	0.0129	0.0126
Si	-0.0038	-0.024	-0.0063
Si	0.0016	0.0139	-0.0026
Si	0.0062	0.0093	0.0057
Si	0.0036	0.0194	0.0006
Si	-0.0051	0.0097	0.0219
Si	-0.0119	0.0016	0.0076
Si	-0.0187	-0.035	0.0019
Si	-0.0114	-0.0071	0.0229
Si	-0.0063	-0.0006	0.0018
Si	0.0113	0.0136	0.0147
Si	0.0112	-0.0099	0.0067
Si	0.0151	-0.0111	-0.0108
Si	-0.0093	-0.0177	0.0122
Si	0.0193	-0.0247	0.0191
Si	0.0042	0.03	-0.0146
Si	0.0195	-0.0186	0.0181
Si	-0.0012	-0.0089	-0.0282
Si	0.0176	-0.0083	-0.0216
Si	-0.0048	-0.0064	-0.0174
Si	-0.0267	-0.0079	-0.0135
Si	0.0346	-0.0192	-0.0298
Si	-0.0315	-0.0307	-0.0142
Si	0.0246	0.0262	-0.0318
Si	0.0176	-0.0193	-0.023
Si	0.0025	-0.0101	-0.0077
Si	-0.0239	-0.0007	-0.0249
Si	0.0165	0.0023	-0.0253
Si	0.0029	0.0223	-0.0293
Si	-0.0003	-0.0056	-0.0279
Si	0.0018	0.0232	0.0004
Si	0.0227	0.0206	-0.0236
Si	-0.0099	0.0143	-0.0179
Si	-0.0003	0.0004	-0.0289
Si	0.0037	0.0084	-0.0292
Si	0.0008	0.0017	-0.0012
Si	-0.0139	0.0017	-0.0357
Si	-0.0081	0.0079	-0.0168
Si	-0.0196	-0.0496	-0.0012
Si	0.0425	0.0105	-0.0174
Si	-0.0076	0.007	-0.0043
Si	-0.0047	-0.0194	-0.0409
Si	0.0186	-0.0051	-0.0184
Si	-0.0212	0.0113	-0.0356
Si	0.0344	0.0183	-0.0149
Si	-0.0169	0.0102	-0.0068
Si	-0.0077	-0.0112	-0.0258
Si	-0.0274	-0.0169	-0.0401
Si	0.0064	0.0241	0.003
Si	-0.0102	0.009	-0.0016
Si	0.0292	-0.0102	-0.0196
Si	-0.0215	0.0136	-0.0301
Si	0.0097	0.0049	-0.0254
Si	-0.0218	0.0121	0.0184
Si	0.0287	-0.0036	0.0524
Si	-0.0151	0.0058	-0.0044
Si	-0.0026	-0.0053	0.039
Si	0.0041	-0.0133	0.0197
Si	0.0187	0.011	0.0301
Si	0.0126	-0.0114	0.0188
Si	0.007	-0.0009	0.0462
Si	-0.0177	-0.0053	0.035
Si	-0.0044	-0.0109	0.0541
Si	-0.0039	0.0405	0.0364
Si	-0.0197	0.0102	0.061
Si	0.0135	-0.0052	0.0385
Si	-0.0066	0.0069	0.0443
Si	0.0171	0.0069	0.0346
Si	0.0019	-0.0124	0.0174
Si	-0.0085	-0.0006	0.0429
Si	-0.0143	-0.0026	0.0108
Si	-0.0218	-0.0319	0.0303
Si	0.0167	0.0093	0.0339
Si	0.0199	-0.026	0.0623
Si	-0.0174	-0.0234	0.0529
Si	-0.0078	0.0326	0.0356
Si	-0.0013	0.0104	0.0387
Si	-0.008	0.006	0.0148
Si	-0.0419	0.0381	0.0074
Si	-0.029	-0.0082	0.054
Si	-0.0179	-0.0152	0.0431
Si	0.0028	-0.0219	0.057
Si	-0.0037	0.0065	0.0435
Si	0.0257	-0.038	0.0364
Si	0.0188	0.0028	0.0151
Si	0.025	-0.0324	0.0399
Si	0.0188	-0.0121	0.0366
Si	0.0101	0.0482	0.0493
Si	0.0008	0.0089	0.0408
Si	-0.0083	0	0.0634
Si	-0.2658	-0.0842	-0.6229
Si	0.082	0.253	-0.6333
Si	-0.2546	-0.3322	-0.7317
Si	0.2401	0.1633	-0.7297
Si	-0.3731	-0.2378	-0.6333
Si	0.3957	0.1131	-0.6264
Si	-0.2701	-0.3074	-0.6433
Si	0.1755	0.2799	-0.6753
Si	-0.2233	-0.2824	-0.6677
Si	0.2578	0.0446	-0.6721
Si	-0.2425	-0.1996	-0.7393
Si	0.3031	0.323	-0.6729
Si	0.2309	0.004	-0.6935
Si	-0.2583	-0.2354	-0.7816
Si	-0.1809	-0.0644	-0.7124
Si	0.3303	0.2045	-0.6851
Si	-0.1693	-0.0428	-0.6942
Si	0.1115	0.1744	-0.6863
Si	-0.1601	-0.1274	-0.6819
Si	0.1202	0.1612	-0.7639
Si	0.1065	0.2879	-0.716
Si	-0.0319	-0.1624	-0.6989
Si	-0.27	-0.057	-0.6598
Si	0.2565	0.2524	-0.7665
Si	-0.0175	-0.1266	-0.655
Si	-0.4141	-0.2647	-0.6959
Si	0.0821	-0.1664	-0.6666
Si	-0.0318	0.2271	-0.652
Si	0.1939	0.0642	-0.7634
Si	-0.2763	-0.1722	-0.7198
Si	0.3067	0.0433	-0.7509
Si	-0.1903	-0.0082	-0.7863
Si	0.3589	0.2902	-0.7369
Si	-0.0654	-0.297	-0.7523
Si	-0.0891	-0.1643	-0.6373
Si	0.0957	0.1368	-0.6874
Si	-0.0599	-0.006	-0.0575
Si	-0.0577	0.0345	-0.1207
Si	0.0913	0.0301	-0.1015
Si	-0.0334	-0.022	0.1425
Si	0.1589	-0.0027	-0.0316
Si	-0.0229	-0.0175	0.0373
Si	0.1044	-0.0089	0.036
Si	0.013	-0.0154	-0.0671
Si	0.0246	-0.0544	-0.1249
Si	0.0282	-0.0257	-0.0703
Si	0.0666	0.0269	-0.0845
Si	-0.1469	-0.037	-0.0576
Si	0.0718	-0.0317	-0.1271
Si	-0.0343	0.0612	0.0616
Si	0.0682	-0.0943	0.0874
Si	0.05	0.1136	0.0542
Si	-0.0323	0.0041	0.0886
Si	-0.0678	0.0744	-0.0047
Si	-0.0196	0.1122	0.105
Si	0.0628	-0.012	-0.05
Si	-0.0165	0.0501	0.1024
Si	0.0427	-0.0327	-0.0245
Si	0.0562	-0.0311	0.0448
Si	0.0442	0.0684	-0.064
Si	-0.033	0.0374	0.127
Si	0.0108	0.0086	0.0202
Si	0.0197	-0.0394	0.0117
Si	0.0088	0.123	0.0081
Si	0.0394	0.0245	0.0584
Si	0.0246	0.0473	-0.0457
Si	0.1326	-0.0321	0.1529
Si	0.0313	0.0686	-0.017
Si	-0.1128	-0.1282	-0.1453
Si	0.0607	-0.068	-0.0213
Si	0.0648	0.1836	0.0604
Si	0.0649	-0.1016	-0.2106
Si	0.0271	-0.0733	0.1894
Si	0.003	0.1246	-0.0538
Si	-0.034	0.0176	-0.1229
Si	-0.1146	0.0187	0.1084
Si	-0.0219	-0.1382	-0.0078
Si	-0.0474	-0.0212	-0.0319
Si	-0.0111	0.1518	-0.0626
Si	-0.0034	0.0016	0.1182
Si	0.1338	-0.0416	0.0569
Si	0.0226	-0.043	0.1323
Si	0.0541	-0.0036	-0.0665
Si	-0.0014	0.0295	0.0509
Si	0.0399	-0.0229	-0.0678
Si	0.0065	-0.0832	0.1277
Si	-0.0036	-0.0353	-0.1637
Si	-0.0223	-0.0062	-0.1001
Si	-0.0362	0.0026	-0.0616
Si	0.1297	-0.0168	-0.0714
Si	-0.0014	-0.0074	-0.0649
Si	-0.0024	0.1702	-0.0616
Si	0.0302	-0.0256	0.1199
Si	-0.0629	0.0891	-0.082
Si	-0.0033	-0.0893	-0.0113
Si	0.0556	0.1068	-0.0974
Si	-0.0788	0.012	0.005
Si	0.0172	0.0321	0.0383
Si	0.0159	0.0352	0.1119
Si	-0.0879	-0.1481	-0.0852
Si	0.0075	0.0572	0.0276
Si	0.054	0.052	-0.092
Si	-0.065	0.0242	0.0058
Si	0.0155	-0.0291	0.0978
Si	0.0115	0.077	0.0698
Si	-0.0491	0.0558	0.1128
Si	0.0028	0.0881	0.1697
Si	-0.0234	-0.0182	0.0957
Si	-0.1042	0.0973	0.1053
Si	0.0151	-0.0653	-0.0653
Si	-0.0924	0.087	-0.0075
Si	-0.0009	-0.1256	-0.0357
Si	0.0456	-0.071	0.0675
Si	0.0327	-0.0302	0.053
Si	0.098	0.0471	-0.0121
Si	0.0599	-0.0491	0.0878
Si	0.0245	0.0106	0.0176
Si	0.0624	0.0332	-0.0782
Si	0.0486	-0.0847	0.1042
Si	-0.0775	-0.0397	0.0318
Si	0.0882	0.12	0.0485
Si	0.0638	0.1311	0.0302
Si	-0.0775	-0.0015	0.0296
Si	-0.0324	-0.0946	-0.1099
Si	-0.0534	-0.0674	-0.0356
Si	0.041	0.0225	0.0638
Si	0.0311	-0.0787	-0.2502
Si	0.0722	-0.0394	-0.0408
Si	-0.0057	-0.0103	-0.0682
Si	0.0601	0.0244	0.2011
Si	0.0506	0.0301	-0.2423
Si	-0.0253	-0.0963	0.0299
Si	-0.0932	-0.0859	-0.0361
Si	-0.024	-0.0213	-0.1034
Si	-0.1274	-0.0357	-0.1014
Si	-0.0055	0.0872	0.1132
Si	-0.0611	-0.0134	0.1304
Si	-0.0526	0.0604	0.0839
Si	0.0731	-0.1625	-0.0165
Si	0.0451	0.0059	-0.0254
Si	0.1169	0.0099	0.0057
Si	0.0899	0.0084	-0.0044
Si	-0.111	-0.0834	-0.0622
Si	-0.0593	0.0671	0.1343
Si	-0.005	-0.0091	-0.007
Si	-0.0044	-0.0093	0.0085
Si	0.0057	0.0109	0.0032
Si	-0.0045	0.0157	0.0146
Si	0.0021	0.0019	0.0084
Si	0.0017	0.0045	0.013
Si	0.001	0.0075	0.0056
Si	-0.0017	0.0057	0.0057
Si	0.0058	0.0026	0.0063
Si	-0.0009	0.0011	0.0038
Si	-0.0087	-0.0165	0.0126
Si	0.0074	0.0084	-0.0067
Si	-0.0017	-0.0047	0.0079
Si	-0.0081	0.0002	0.0085
Si	0.0095	-0.0098	0.0077
Si	-0.003	0.0022	-0.0027
Si	-0.0076	-0.0145	0.0143
Si	-0.0089	-0.0077	0.0044
Si	0.0071	-0.007	0.003
Si	0.0053	0.0036	0.0151
Si	0.0061	0.0122	-0.0012
Si	-0.0064	0.0024	0.0118
Si	-0.0025	0.0031	0.0058
Si	-0.0045	0.0087	-0.0007
Si	-0.0082	0.0035	0.0012
Si	-0.0047	0.0035	0.0103
Si	0.0128	-0.0099	0.007
Si	-0.0118	-0.0204	0.0077
Si	0.0033	0.0138	0.0122
Si	-0.001	0.0042	0.0067
Si	-0.0013	0	0.0167
Si	-0.0019	0.0062	0.0034
Si	-0.0031	0.0098	0.0041
Si	-0.0099	0.0065	0.0079
Si	0.0066	-0.0105	0.001
Si	-0.0101	0.0028	0.0089
Si	-0.007	0.0113	-0.0035
Si	-0.0096	0.0045	-0.0001
Si	-0.0062	0.0079	-0.0038
Si	0.015	-0.0129	0.002
Si	0.0082	-0.0014	-0.0069
Si	-0.0047	-0.0013	0.0005
Si	0.0024	-0.0044	-0.0025
Si	-0.0004	0.0018	-0.0008
Si	0.0065	0.0022	-0.0008
Si	0.0175	-0.0019	0.0037
Si	-0.0051	-0.0062	-0.0088
Si	-0.0002	0.0028	0.0023
Si	0.0073	-0.0021	-0.0051
Si	-0.0064	0.004	-0.0033
Si	-0.0079	0.0003	-0.004
Si	0.0053	-0.0005	-0.0031
Si	-0.0046	0.0081	-0.009
Si	-0.0016	-0.0006	-0.0036
Si	0.0034	-0.0034	-0.0048
Si	-0.0031	-0.0019	-0.0079
Si	-0.0031	0.0113	-0.0035
Si	0.0019	-0.005	-0.0057
Si	0	-0.0065	-0.0009
Si	-0.0017	0.0061	-0.0005
Si	0.0001	-0.003	0.0013
Si	0.0038	-0.0028	0
Si	0.0076	0.0031	-0.0026
Si	0.0036	-0.0041	-0.0067
Si	-0.0025	-0.0068	-0.0065
Si	0.0056	0.0019	0.0035
Si	0.0004	-0.0131	-0.0039
Si	-0.0008	0.0016	-0.0023
Si	-0.0019	0.0032	-0.0051
Si	0.001	-0.0063	-0.0041
Si	-0.004	0.007	-0.0019
Si	-0.0004	-0.0051	-0.0001
Si	-0.0137	-0.0157	-0.0035
Si	0.0024	0.0034	-0.009
Si	-0.0059	-0.0026	0.0035
Si	-0.0093	-0.0112	-0.0044
Si	0.012	0.0075	-0.0057
Si	0.0033	-0.0041	-0.0026
Si	0.005	-0.0001	-0.0038
Si	-0.0029	-0.0085	-0.0006
Si	0.0093	0.0214	0.0008
Si	0.0048	0.0016	-0.0044
Si	-0.0022	0.0004	-0.0083
Si	0.0067	0.0061	-0.0033
Si	0.0013	0.0017	0.0005
Si	0	0	-0.0039
Si	-0.0136	-0.0046	0.0011
Si	0.005	-0.0019	-0.0051
Si	0.0033	-0.0049	0.0021
Si	-0.007	-0.0052	-0.0036
Si	0.0011	-0.0065	-0.0092
Si	0.0101	0.0092	-0.007
Si	-0.0065	-0.0097	0.0013
Si	-0.0032	-0.0006	-0.005
Si	0.0077	0.004	0
Si	-0.0006	-0.0059	0
Si	-0.004	0.0009	-0.0031
Si	-0.0073	0.0031	0.001
Si	0.0089	0.0074	-0.0042
Si	-0.0003	0	0.0018
Si	0.0005	-0.003	-0.0047
Si	0.0038	0.0001	-0.004
Si	0.0056	0.008	-0.0067
Si	-0.0014	0.0069	0.0041
Si	-0.0003	0.0002	0.0001
Si	0.0041	-0.001	-0.0057
Si	-0.0084	-0.0031	-0.002
Si	-0.0073	0.0006	-0.0011
Si	0.0002	-0.001	0.0038
Si	-0.0013	0.0037	-0.0036
Si	-0.0056	0.0062	-0.0002
Si	-0.0023	0.0087	0.002
Si	-0.0014	-0.001	0.0026
Si	0.0011	-0.0032	0.002
Si	-0.0089	0.0011	-0.0014
Si	0.0011	0.0068	0.0015
Si	0.0031	0.001	-0.0014
Si	0.0072	-0.0171	0.0039
Si	0.0053	-0.0077	-0.0013
Si	0.0007	-0.0006	0.0014
Si	-0.0007	0.0002	0.0038
Si	-0.0003	0.0018	0.0012
Si	0.0111	-0.004	0.0038
Si	-0.0059	0.0015	-0.0044
Si	-0.0045	0.0033	0.0012
Si	-0.0035	0.0048	0.0031
Si	-0.0019	0.0016	0.0013
Si	0.0025	-0.0019	-0.0058
Si	-0.0035	0.0125	-0.0026
Si	0.0021	0.0023	-0.0023
Si	0.0005	0.0039	-0.0008
Si	0.0043	-0.003	0.0035
Si	0.0036	0	-0.0019
Si	0.0088	-0.0057	-0.0003
Si	0.0024	0.0002	-0.0021
Si	-0.0046	-0.0025	0.0024
Si	-0.0009	-0.0033	-0.0001
Si	-0.0047	0.006	0.0001
Si	-0.0025	-0.0048	-0.0009
Si	-0.0033	-0.0013	-0.0019
Si	-0.0037	-0.0035	0.003
Si	-0.0058	0.0016	0.0026
Si	0.0025	0.0003	0.0021
Si	0.006	-0.0053	0.0028
Si	-0.0027	-0.0036	0
Si	0.0067	-0.0002	-0.0019
Si	-0.0055	0.0031	0.0005
Si	-0.0034	-0.0005	-0.0013
Si	0.0024	-0.0036	0.0014
Si	0	0.0066	0.0002
Si	-0.0001	0.0021	-0.0005
Si	0.0004	-0.0043	0.0019
Si	-0.0003	-0.0022	-0.0008
Si	0.0083	0.0127	0.0017
Si	0.0024	0.0017	-0.0022
Si	0.0019	-0.002	0.0004
Si	-0.0016	-0.0008	-0.0014
Si	0.0013	0.0023	-0.0016
Si	-0.0063	-0.0063	0.0022
Si	0.0006	-0.008	0.0007
Si	0.0008	-0.0024	0.0028
Si	-0.0026	-0.0063	-0.0006
Si	0.0052	-0.0071	-0.0035
Si	0.0065	-0.0036	-0.0028
Si	-0.0005	0.0021	-0.0028
Si	0.0002	0.0036	-0.0031
Si	0.0018	-0.0061	-0.0014
Si	0.0023	0.008	-0.0002
Si	-0.0014	-0.0004	0.0017
Si	-0.0052	0.0014	0.0008
Si	0.002	0.0016	-0.0022
Si	0.0051	0.0079	-0.0005
Si	0.0029	0.0021	-0.0001
Si	-0.0059	-0.0041	-0.0014
Si	-0.0033	0.0014	-0.003
Si	-0.0013	-0.0011	0.0007
Si	-0.0016	0.0031	0.0008
Si	0.0022	0.0004	0.0034
Si	-0.0013	0.0013	0.0013
Si	-0.0063	-0.0014	0.0009
Si	-0.0031	-0.0037	-0.001
Si	-0.0031	0.0053	-0.0005
Si	0.0039	0.0009	-0.001
Si	0.0022	-0.0013	0
Si	0.0014	-0.0035	-0.0001
Si	0.0014	-0.004	0.0008
Si	0.0022	0.0002	-0.0004
Si	0.0036	0.0015	0.002
Si	0.0026	0.0005	-0.0014
Si	-0.0008	-0.0062	0.0035
Si	-0.0018	-0.0029	0.0008
Si	-0.0002	0.0012	0.0009
Si	-0.002	-0.0002	0.0016
Si	0.003	-0.0026	0.0004
Si	-0.0071	0.0051	0.0013
Si	0.0003	0.0039	-0.0002
Si	-0.0009	0.0046	-0.0005
Si	0.0005	0.0081	-0.0018
Si	-0.0018	0.0021	0.0005
Si	0.0013	0.0029	-0.0009
Si	0.0067	0.0036	-0.0017
Si	0.0023	-0.0002	-0.0003
Si	0.0025	0.0011	-0.0004
Si	0.0045	-0.0066	0.0012
Si	0.0035	-0.003	0.0001
Si	-0.0002	-0.0021	-0.0002
Si	-0.0011	0.0007	-0.0007
Si	-0.0061	-0.0032	-0.0021
Si	-0.0027	-0.0013	0.0026
Si	0.0007	-0.0008	-0.0011
Si	-0.0001	-0.0017	0.0002
Si	-0.0013	-0.0022	-0.0004
Si	-0.0066	-0.0007	0.0001
Si	-0.002	0.0074	0.0004
Si	0.001	-0.0039	0
Si	0.0014	-0.0012	0.0008
Si	0.0018	0.0016	0.0005
Si	0.002	-0.0018	0.0004
Si	-0.0009	0.0008	0.0001
Si	-0.001	0.0034	0.0001
Si	-0.0019	-0.0001	0.0014
Si	0.0024	-0.0003	-0.0002
Si	-0.0015	0	-0.0023
Si	0.0023	0.0002	-0.0007
Si	-0.0014	-0.0008	-0.0001
Si	0.0023	0.0018	0.0007
Si	0.004	0.002	0.0004
Si	-0.0031	0.0016	-0.0002
Si	-0.0042	-0.0028	0.0014
Si	0.0024	-0.0003	0.0005
Si	0.0018	0.0027	0.0052
Si	-0.0019	-0.0046	0.0001
Si	-0.0014	-0.0014	-0.0005
Si	0.0025	-0.0044	-0.0025
Si	0.0033	-0.0021	0.0019
Si	0.0011	-0.0011	-0.0018
Si	0.0025	-0.0023	-0.0021
Si	0.0037	-0.0022	-0.0019
Si	0.003	-0.0038	-0.0027
Si	0.0055	-0.0031	-0.0007
Si	0.0003	-0.002	-0.0012
Si	0.0016	0.0013	0
Si	0.0005	0.0011	-0.0029
Si	0.0021	0.0012	-0.0043
Si	-0.0013	0.006	-0.0021
Si	-0.0064	0.0001	-0.0002
Si	-0.0078	-0.0006	-0.0005
Si	0.0011	0.0044	-0.0001
Si	-0.0023	0.0071	-0.0015
Si	-0.0023	-0.0059	0.0003
Si	-0.002	-0.0005	-0.0013
Si	-0.0022	0.001	0.0004
Si	0.0025	-0.0062	-0.0016
Si	-0.0006	0.0016	-0.0009
Si	-0.0017	0.0018	0.0025
Si	0.0072	-0.0001	-0.0008
Si	0.0008	-0.0032	0.0015
Si	-0.0018	0.002	-0.0017
Si	0.0038	0.0011	-0.0001
Si	0.0023	0.0021	-0.0013
Si	-0.0024	0.0015	-0.0013
Si	-0.0015	-0.0027	0.0007
Si	0.0009	-0.0004	-0.0025
Si	-0.0007	-0.0016	-0.0011
Si	-0.0005	-0.0059	-0.0008
Si	-0.0029	-0.0015	0.0015
Si	-0.0063	0.0012	0.0001
Si	0.0001	0.0028	0.0034
Si	0.0001	-0.0042	0.0012
Si	0.0013	0.0082	-0.002
Si	-0.0019	-0.0023	-0.0009
Si	0.0105	0.0028	0.0001
Si	-0.0004	0.0034	0.0007
Si	0.0028	-0.0016	-0.0007
Si	0.0032	0.0054	-0.0001
Si	-0.0006	0.0031	0.0003
Si	0.0053	0.0058	0.0002
Si	-0.0024	0.0004	-0.0009
Si	-0.0026	0.0044	-0.0015
Si	0.0004	-0.0014	-0.0028
Si	0.0029	0.0002	0.0011
Si	0.0019	-0.0084	0.002
Si	0.002	-0.0016	0.0012
Si	-0.0008	-0.004	-0.0009
Si	-0.002	-0.0029	0.0015
Si	-0.0032	-0.001	-0.0015
Si	-0.0077	-0.0043	0.0008
Si	-0.0017	-0.001	-0.0012
Si	0.0007	0.0025	0.0033
Si	-0.0039	-0.0025	0.0015
Si	0.0072	0.0006	0.0018
Si	0.0021	-0.0039	0.001
Si	-0.0007	-0.0009	0.0059
Si	0.0029	-0.0017	0.0039
Si	0.0035	0.0034	0.0003
Si	-0.0045	0	0.0007
Si	0.001	-0.0002	0.0015
Si	0.0032	0.0018	0.0034
Si	-0.0007	0.0027	0.0043
Si	-0.0022	0.0016	0.0031
Si	-0.0005	-0.0029	-0.0029
Si	0.0063	-0.0061	0.001
Si	0.0006	0.0036	0.002
Si	0.0024	-0.0028	0.0031
Si	-0.0017	0.0004	-0.0005
Si	-0.0047	-0.0002	0.0013
Si	0.0045	0.0029	0.0002
Si	-0.0062	-0.0058	-0.0006
Si	0.0058	-0.0006	0.0016
Si	0.0114	-0.0029	-0.0008
Si	0.0039	-0.0031	0.0009
Si	0.0038	-0.0023	0.0001
Si	-0.0035	-0.0005	-0.0035
Si	-0.0028	-0.0022	0.0009
Si	0.0022	-0.0008	0.0007
Si	-0.0028	0.0093	0
Si	-0.0023	-0.0057	-0.0019
Si	0.0021	0.0071	-0.0003
Si	-0.0066	0.0001	0.0042
Si	-0.0012	0.0021	0.0059
Si	-0.0064	0.0037	0.0024
Si	-0.0023	0.0032	-0.0004
Si	0.0018	-0.0062	-0.0009
Si	-0.0039	0.0016	0.0065
Si	0.0063	0.0001	-0.0057
Si	0.0041	0.0035	0.0019
Si	-0.0005	0.0032	-0.0037
Si	-0.0056	-0.0033	-0.0015
Si	-0.0003	0.0012	0.0004
Si	0.0034	0.0004	0
Si	-0.0003	-0.0044	-0.0022
Si	-0.0054	-0.0028	-0.0006
Si	-0.0056	-0.0008	0.0003
Si	-0.0024	0.0017	-0.0016
Si	0.0041	-0.0001	0.0022
Si	0.0034	0.0112	-0.0032
Si	-0.0085	-0.0084	-0.0054
Si	-0.0083	-0.0062	0.0038
Si	0.0011	0.0021	0.0051
Si	0.0062	0.0041	0.0034
Si	0.0014	-0.004	0.0011
Si	0.0072	0.0029	0.0055
Si	0.0097	0.0019	-0.005
Si	0.0048	0.0048	-0.0009
Si	-0.0012	0.0033	0.002
Si	-0.0041	-0.0001	-0.0046
Si	-0.0007	-0.0021	0.0016
Si	0.0067	0.0043	0.0009
Si	0.0023	0.0033	0.0009
Si	0.0059	0.0011	-0.0025
Si	-0.0026	-0.0052	0.0031
Si	0	0.0071	-0.0003
Si	-0.0007	0.0016	0.007
Si	-0.0112	-0.012	-0.0027
Si	-0.0038	-0.0013	0.0047
Si	0.0019	-0.0006	0.0015
Si	0.0007	0.0038	0.0021
Si	-0.0044	-0.0112	0.0001
Si	-0.0112	-0.0051	0.0076
Si	0.0123	0.0037	-0.0035
Si	0.008	-0.0019	0.0002
Si	-0.0103	0.0028	0.0032
Si	0.0076	0.0041	-0.0006
Si	0.0082	0.0003	0.0086
Si	-0.0048	0.0052	0.007
Si	-0.008	0.0105	0.0058
Si	0.0046	-0.0024	0.0053
Si	0.0051	-0.0004	0.0046
Si	0.0017	0.0037	0.0065
Si	0.0022	-0.0049	0.0004
Si	-0.0031	0.0037	0.0107
Si	-0.0033	-0.0108	-0.0017
Si	-0.0003	-0.0017	0.0039
Si	0.0093	0.0017	0.0041
Si	-0.003	-0.0008	-0.0001
Si	-0.0018	0.0091	-0.0007
Si	0.0007	-0.0054	0.0036
Si	-0.0032	0.011	-0.0005
Si	0.0135	-0.0083	0.0022
Si	0.0022	-0.0049	0.0035
Si	0.0071	-0.0056	0.0053
Si	0.0125	-0.0155	-0.0058
Si	0.0065	0.0004	0.0063
Si	-0.0105	0.0125	-0.0082
Si	-0.0041	-0.0126	0.0061
Si	-0.0085	0.0019	-0.0007
Si	-0.0049	0.0168	-0.007
Si	0.0037	-0.0131	-0.0057
Si	-0.0068	0.0061	0.0008
Si	0.011	-0.0117	-0.0016
Si	-0.0145	0.0079	0.0069
Si	-0.002	-0.0014	0.0073
Si	-0.009	0.0059	-0.0035
Si	0.0019	0.0014	0.0074
Si	-0.0099	0.0125	0.0011
Si	-0.0032	-0.01	0.0058
Si	0.0009	0.0071	0.0055
Si	0.0018	0.0021	0.0019
Si	-0.0003	-0.0098	0.0049
Si	-0.0033	-0.0149	-0.001
Si	0.0025	-0.0054	-0.0033
Si	-0.0021	-0.0023	-0.0068
Si	-0.0008	-0.0066	-0.0003
Si	-0.0036	-0.0042	-0.0019
Si	0.0024	-0.0097	0.0055
Si	0.0098	0.0076	-0.0016
Si	-0.0038	-0.0027	0.0005
Si	0	0.0163	-0.0007
Si	0.0019	0.0028	-0.0001
Si	-0.0003	-0.006	0.0045
Si	-0.0046	0.0083	0.0024
Si	0.0024	-0.0036	0.0069
Si	-0.0079	0.0008	0.001
Si	-0.0007	0.0048	0.0059
Si	-0.0065	-0.0076	-0.0007
Si	0	-0.0051	0.0079
Si	-0.005	0.0061	-0.0037
Si	0.01	0.0151	0.0053
Si	0.003	0.0056	0.0053
Si	0.0107	0.0031	-0.0016
Si	-0.0015	-0.0091	0.003
Si	0.0051	-0.001	0.0066
Si	0.0061	0.0026	0.0072
Si	-0.0005	0.0011	0.0029
Si	0.0079	0.0073	0.0004
Si	-0.0116	0.0012	0.0006
Si	-0.001	-0.0053	0.0002
Si	0.0001	-0.0108	-0.001
Si	-0.0031	-0.0068	0.0074
Si	0.0034	-0.0077	0.0043
Si	0.0032	-0.0061	0.0108
Si	-0.0047	-0.0051	0.0034
O	-0.4916	-0.2121	0.4859
O	-0.5934	-0.1699	0.3256
O	-0.152	0.0212	0.0802
O	-0.12	-0.2452	0.3281
O	0.101	0.1336	-0.5328
O	0.5127	0.254	0.2818
O	-0.001	0.3343	-0.2063
O	0.0021	-0.1575	0.4413
O	-0.1366	-0.4946	0.133
O	0.4567	0.0294	0.1596
O	-0.2108	0.6232	-0.4653
O	0.2163	-0.1065	-0.1233
O	-0.4046	0.0699	-0.1998
O	0.2913	-0.5757	-0.0736
O	-0.0239	0.646	0.0502
O	0.0048	0.407	0.5138
O	-0.1741	0.0545	-0.1284
O	0.0517	-0.384	-0.0396
O	0.0693	0.25	-0.3704
O	0.0691	-0.1762	0.2194
O	-0.0796	-0.0385	-0.2853
O	0.2001	0.3911	-0.1829
O	-0.3905	-0.1423	0.0442
O	-0.0769	0.0701	0.3965
O	-0.3272	0.1407	0.4097
O	-0.5361	0.2616	0.1576
O	-0.0818	0.0632	0.0462
O	0.0607	-0.0123	0.2901
O	-0.3605	-0.2033	-0.2601
O	0.5925	0.1303	0.2265
O	-0.213	0.3432	0.094
O	-0.2341	0.0236	-0.2195
O	0.0628	-0.2606	0.2981
O	0.298	0.3249	0.5175
O	0.365	0.2531	0.4135
O	-0.0754	-0.0887	0.3505
O	-0.1844	0.0263	0.0337
O	-0.0975	0.3797	-0.3625
O	-0.2798	0.0643	-0.0382
O	0.1778	-0.0826	-0.2368
O	0.3306	-0.6089	0.061
O	0.1778	0.1135	-0.0081
O	0.2171	0.1594	-0.281
O	-0.2781	-0.0738	-0.3295
O	0.0728	-0.1111	-0.0505
O	-0.1293	0.3774	-0.1506
O	-0.1108	-0.0183	-0.4532
O	-0.0461	-0.0248	0.4048
O	0.0407	0.0626	-0.1501
O	-0.2302	0.1977	0.1672
O	0.4276	-0.3643	-0.0241
O	0.1847	-0.0929	-0.547
O	-0.1888	-0.2117	0.467
O	-0.0862	-0.3131	0.2811
O	-0.0693	-0.2877	-0.1245
O	-0.0024	-0.0437	-0.339
O	0.6413	0.0894	0.0968
O	0.0485	-0.1591	0.6514
O	-0.4071	-0.1566	0.2409
O	0.1127	0.1381	0.2229
O	0.4276	0.0326	-0.3843
O	-0.2578	0.3466	0.2193
O	0.4616	-0.3394	-0.5581
O	0.093	0.3496	0.1938
O	0.0997	-0.5248	0.1353
O	0.4476	-0.0383	-0.0824
O	0.2097	0.0111	0.0907
O	-0.1086	0.1018	0.296
O	0.4468	-0.413	-0.2462
O	0.1013	0.1732	0.3702
O	-0.2023	0.0859	0.3568
O	-0.1239	0.2116	0.1981
O	-0.4558	-0.1818	0.1063
O	-0.1315	0.1158	0.3142
O	-0.0657	-0.3638	0.0279
O	-0.7134	-0.21	-0.2294
O	-0.4162	0.4681	-0.122
O	0.3645	0.1485	0.4099
O	0.1132	-0.1259	-0.4643
O	0.1044	0.1013	-0.445
O	-0.2194	-0.1502	-0.271
O	-0.3069	0.1515	-0.1441
O	-0.0471	0.0565	-0.4467
O	-0.2299	0.0343	-0.5881
O	-0.0446	0.0568	-0.3229
O	0.5198	-0.3775	0.0214
O	-0.1083	-0.1389	0.4317
O	0.4388	0.2167	-0.2797
O	0.2763	-0.1759	0.0339
O	-0.1058	0.3728	0.0187
O	-0.3522	-0.1394	-0.2086
O	-0.2129	0.3259	-0.0352
O	0.3487	-0.0735	-0.4479
O	-0.1546	-0.4721	0.0029
O	-0.0882	0.0613	-0.1039
O	-0.0588	0.0774	-0.3944
O	-0.2025	-0.3312	-0.2513
O	-0.3455	-0.2823	0.3169
O	0.3625	-0.1154	-0.1057
O	0.4191	0.0935	-0.461
O	0.3756	-0.3057	0.3658
O	-0.6128	-0.256	0.346
O	0.4576	-0.2667	-0.0949
O	0.1523	0.4371	-0.2998
O	-0.3341	0.0054	0.4008
O	-0.0099	0.0104	0.4714
O	-0.1681	0.0509	0.2012
O	-0.3673	-0.0632	0.1271
O	0.249	-0.0638	-0.2886
O	0.0371	0.059	-0.2365
O	-0.2993	-0.1208	-0.3806
O	0.077	-0.0672	-0.256
O	0.3955	-0.4408	-0.2456
O	-0.085	-0.2737	0.1982
O	0.098	0.1018	-0.3623
O	0.2377	-0.0281	0.3955
O	-0.2491	-0.1538	-0.1212
O	-0.22	-0.2605	0.5602
O	0.114	0.1218	-0.2229
O	0.5316	-0.1825	0.1586
O	0.6766	-0.1924	-0.0816
O	0.0223	-0.1402	0.4204
O	0.5309	0.106	-0.1679
O	-0.3149	-0.0018	0.0482
O	0.1825	-0.0361	-0.1142
O	0.3272	0.5012	-0.2636
O	0.2298	-0.0752	0.3598
O	0.0906	-0.2099	-0.3266
O	-0.3513	0.029	0.1918
O	-0.0855	-0.188	-0.1111
O	0.3177	-0.2592	-0.1606
O	-0.0998	-0.0855	0.4132
O	0.1371	0.1151	0.3277
O	0.0544	0.0419	-0.1282
O	-0.0953	0.2344	-0.5715
O	0.1067	0.0205	-0.2658
O	-0.5635	-0.0968	0.2374
O	0.2177	0.2196	0.5167
O	0.1303	0.6954	0.1103
O	-0.1347	-0.1788	-0.5434
O	0.2871	0.2133	0.1536
O	0.0183	-0.3603	-0.5074
O	-0.3053	0.4742	-0.0717
O	0.0173	-0.2355	0.0031
O	-0.074	-0.609	-0.0232
O	0.398	-0.1655	-0.1944
O	-0.5046	-0.2494	0.0893
O	0.4892	-0.258	0.0366
O	-0.3117	-0.0763	0.11
O	-0.5417	0.6186	-0.3007
O	0.1255	0.0784	0.4431
O	0.3929	0.2334	0.0178
O	-0.064	0.0357	-0.2273
O	-0.2022	-0.2585	0.3489
O	0.4603	0.1866	-0.3888
O	-0.2371	0.0726	-0.0156
O	-0.5052	-0.3098	-0.2683
O	0.0839	-0.1273	0.0055
O	0.1143	0.0928	0.1926
O	-0.2007	-0.0393	-0.266
O	0.0578	0.2226	-0.3654
O	-0.2064	-0.6694	-0.0625
O	-0.5	0.2894	0.371
O	-0.2172	0.1117	-0.278
O	0.224	-0.3625	-0.1685
O	-0.2179	0.5648	-0.4799
O	-0.1781	-0.0953	-0.3185
O	-0.6159	-0.0574	0.4186
O	-0.6518	0.1833	-0.1704
O	-0.1301	-0.1865	-0.451
O	-0.0446	0.0951	0.4293
O	-0.2929	0.4361	-0.0644
O	0.0978	-0.3503	-0.5735
O	-0.0856	-0.037	0.4281
O	-0.3221	-0.2003	0.2443
O	0.3003	-0.0136	0.0442
O	0.0027	-0.3778	-0.0607
O	0.1287	0.2938	-0.2219
O	0.5854	0.0947	0.3611
O	0.3095	-0.2141	-0.2362
O	-0.2697	-0.2063	0.08
O	-0.0379	0.1007	-0.0641
O	-0.4568	-0.554	-0.1489
O	0.2235	0.004	-0.0254
O	-0.0091	-0.0302	-0.3243
O	0.4918	-0.4395	0.1845
O	-0.0405	0.2598	0.45
O	-0.3524	0.2296	-0.3264
O	-0.0683	0.1437	0.1901
O	-0.1821	0.4734	-0.035
O	-0.1542	-0.6105	0.3539
O	-0.0305	-0.1343	0.4281
O	-0.4096	0.1441	0.128
O	-0.0277	0.192	-0.1853
O	-0.3132	0.3688	-0.1204
O	-0.3129	-0.3496	-0.1195
O	0.4594	-0.1758	0.4442
O	-0.2077	-0.0644	-0.2895
O	0.1759	0.341	-0.2211
O	-0.5219	-0.0474	-0.1025
O	-0.2324	0.6529	0.2216
O	0.2853	0.5238	-0.0457
O	-0.3048	0.3333	-0.0689
O	-0.1899	0.2873	0.3547
O	-0.28	0.2865	-0.3642
O	0.2636	0.1923	-0.5059
O	-0.4069	-0.2496	0.4237
O	0.0562	0.3341	0.4367
O	-0.1021	0.1976	0.2093
O	0.0188	-0.0639	0.4746
O	-0.0247	0.137	0.1908
O	0.407	0.1621	0.5105
O	0.2283	-0.349	0.3816
O	-0.144	0.5106	-0.1834
O	-0.2281	0.5388	-0.2161
O	-0.206	-0.1094	0.5955
O	-0.2611	0.4808	-0.053
O	-0.0995	0.6751	0.1813
O	0.2589	0.2692	0.6682
O	-0.2029	-0.0627	-0.34
O	-0.3945	-0.1264	-0.0178
O	0.6863	0.3292	0.1581
O	0.1068	0.1253	-0.4906
O	-0.2752	0.3841	-0.0465
O	0.5102	-0.2229	0.2831
O	0.696	0.0884	0.132
O	0.4762	0.3883	-0.4188
O	0.1202	0.0107	0.049
O	0.3488	0.2858	0.015
O	0.0105	0.0472	0.3131
O	0.1499	0.3784	-0.5545
O	0.058	-0.1099	-0.1745
O	-0.1082	-0.2074	-0.3126
O	0.2696	0.1136	0.4017
O	-0.5332	-0.1697	-0.5364
O	0.4619	0.3001	-0.0427
O	0.558	-0.4333	0.3514
O	-0.2189	-0.1373	-0.2169
O	0.1204	-0.2994	-0.5382
O	0.426	0.0681	0.3109
O	0.3772	-0.4117	0.1277
O	0.132	-0.2197	-0.4794
O	-0.2773	0.2298	0.3458
O	0.4866	0.0317	-0.5721
O	0.0279	-0.0651	-0.6058
O	-0.0205	-0.0709	-0.3186
O	0.2427	0.3055	0.2946
O	0.0151	-0.0737	0.0727
O	0.0024	-0.2034	-0.0305
O	-0.1127	-0.0629	0.3884
O	0.4646	0.1565	0.4739
O	-0.5977	-0.4625	0.3458
O	0.3579	0.3445	0.1329
O	0.0835	-0.1171	0.3612
O	-0.0628	-0.403	-0.1501
O	0.0482	0.0226	0.2276
O	0.2929	-0.3009	-0.0733
O	-0.2706	-0.6203	0.0899
O	-0.011	-0.0352	0.2393
O	-0.0926	-0.1067	0.127
O	-0.3283	0.3455	0.1294
O	0.3251	0.3181	0.5996
O	0.2796	0.2544	0.4316
O	-0.1068	0.0068	-0.2103
O	-0.461	0.5062	0.178
O	0.2582	0.5305	-0.1121
O	0.0519	0.3869	0.1772
O	-0.1934	0.3991	0.0568
O	0.0424	-0.4802	-0.0479
O	-0.0834	-0.2684	-0.4494
O	-0.5328	-0.0373	0.3704
O	-0.5312	0.3359	-0.3436
O	-0.3554	-0.0163	0.1258
O	-0.0211	-0.3818	-0.2548
O	0.2838	0.3294	0.0398
O	-0.4052	-0.1805	0.2352
O	0.3078	0.1818	0.1425
O	-0.1606	-0.135	-0.1363
O	0.4292	-0.1898	-0.1565
O	0.2055	-0.0981	0.016
O	0.3075	0.3027	-0.0932
O	-0.6052	-0.3191	0.323
O	-0.0967	0.0248	-0.576
O	-0.0531	0.4617	0.0083
O	-0.0608	-0.0849	0.2834
O	0.4299	-0.3405	-0.246
O	0.5596	0.2044	-0.0349
O	-0.3007	-0.6092	-0.0711
